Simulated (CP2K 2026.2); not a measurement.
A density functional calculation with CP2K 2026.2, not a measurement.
Periodic cell of 3024 atoms, Si2160O864, from a study of silicon, its oxide and their interface. The atomic structure is a simulated model.
Doubt: the forces sum to 4.36 eV/angstrom along one axis rather than to zero, so they err by at least 0.0014 eV/angstrom per atom on average; the grid cutoff is modest.

Settings: functional PBE; method Gaussian and plane waves; basis set DZVP-MOLOPT-SR-GTH; pseudopotentials GTH-PBE; grid cutoff 300 Ry, relative cutoff 40 Ry; k points Gamma only; occupations fixed; spin none; net charge 0.

Cell vectors (angstrom)
a 97.92 0 0
b 0 16.32 0
c 5.8468 -3.9146 33.6312

Atoms: element, x, y, z (angstrom)
Si 1.027 -1.15 -0.035
Si -12.564 1.738 0.219
Si -14.897 3.809 0.262
Si -12.41 6.834 -0.026
Si -15.525 10.18 0.115
Si -12.102 -4.291 0.106
Si -9.333 -1.45 0.045
Si -7.096 1.531 0.036
Si -9.374 3.724 -0.044
Si -6.622 6.549 -0.015
Si -9.889 9.823 0.238
Si -7.218 -3.737 0.211
Si -3.964 -1.708 0.046
Si -1.148 1.135 0.132
Si -4.246 4.481 0.081
Si -1.792 7.053 0.105
Si -3.938 -6.966 0.046
Si -1.842 -4.042 -0.153
Si -13.636 0.046 1.505
Si -10.945 2.811 1.489
Si -13.691 5.471 1.427
Si -11.016 8.13 1.4
Si -13.742 10.983 1.457
Si -10.922 -2.66 1.358
Si -8.211 0.039 1.46
Si -5.44 2.748 1.211
Si -8.227 5.376 1.251
Si -5.547 8.185 1.315
Si -8.338 -5.322 1.524
Si -5.531 -2.716 1.469
Si -2.774 -0.084 1.304
Si -0.008 2.739 1.381
Si -2.851 5.576 1.571
Si 0.018 8.032 1.262
Si -2.797 -5.477 1.421
Si -0.12 -2.863 1.101
Si 1.367 1.309 2.684
Si -12.284 4.18 2.847
Si 1.274 6.715 2.755
Si -12.401 9.499 2.777
Si 1.333 -4.174 2.454
Si -12.258 -1.342 2.798
Si -9.611 1.369 2.809
Si -6.834 4.059 2.662
Si -9.562 6.774 2.679
Si -6.897 -6.773 2.703
Si -9.658 -3.98 2.873
Si -6.839 -1.307 2.816
Si -4.127 1.347 2.616
Si -1.407 4.099 2.714
Si -4.226 6.916 2.845
Si -1.303 -6.829 2.649
Si -4.18 -4.135 2.773
Si -1.393 -1.481 2.616
Si -0.025 -0.081 3.98
Si -13.576 2.765 4.263
Si -0.051 5.391 4.12
Si -13.663 8.162 4.237
Si 0.029 -5.444 3.981
Si -13.569 -2.667 4.279
Si -10.922 0.004 4.195
Si -8.185 2.734 4.099
Si -10.887 5.495 4.172
Si -8.223 -8.17 4.067
Si -11.001 -5.437 4.15
Si -8.211 -2.673 4.179
Si -5.451 0.054 4.098
Si -2.766 2.688 4.013
Si -5.539 5.436 4.101
Si -2.722 8.212 4.08
Si -5.521 -5.48 4.122
Si -2.759 -2.756 4.05
Si 1.474 -1.358 16.23
Si -12.124 1.31 16.458
Si 1.451 4.065 16.245
Si -12.121 6.811 16.377
Si 1.476 -6.799 16.252
Si -12.125 -4.039 16.464
Si -9.375 -1.407 16.439
Si -6.723 1.291 16.34
Si -9.402 4.013 16.399
Si -6.652 6.768 16.333
Si -9.38 -6.801 16.397
Si -6.689 -4.101 16.388
Si -3.99 -1.386 16.291
Si -1.269 1.383 16.274
Si -3.981 4.051 16.316
Si -1.228 6.808 16.207
Si -3.993 9.473 16.281
Si -1.227 -4.091 16.216
Si 2.826 -0.002 17.604
Si -10.715 2.621 17.797
Si 2.791 5.414 17.63
Si -10.716 8.136 17.732
Si 2.839 -5.412 17.6
Si -10.681 -2.76 17.851
Si -8.013 -0.056 17.811
Si -5.351 2.636 17.653
Si -7.973 5.368 17.673
Si -5.326 8.136 17.719
Si -7.999 -5.484 17.792
Si -5.35 -2.693 17.715
Si -2.601 -0.027 17.599
Si 0.085 2.755 17.639
Si -2.583 5.485 17.567
Si 0.146 -8.198 17.594
Si -2.583 -5.468 17.53
Si 0.15 -2.747 17.575
Si 1.462 1.356 18.94
Si -12.103 4.089 18.975
Si 1.455 6.759 19.029
Si -12.103 9.576 18.976
Si 1.537 -4.027 18.984
Si -12.015 -1.358 19.186
Si -9.344 1.262 19.238
Si -6.654 3.985 19.059
Si -9.283 6.737 19.02
Si -6.68 9.433 19.17
Si -9.29 -4.141 19.233
Si -6.664 -1.389 19.242
Si -4.007 1.242 18.975
Si -1.256 4.194 18.967
Si -3.879 6.8 18.996
Si -1.199 -6.786 18.874
Si -3.923 -4.117 18.876
Si -1.193 -1.376 18.897
Si 0.158 -0.075 20.288
Si 2.775 2.723 20.342
Si 0.047 5.506 20.486
Si 2.841 8.128 20.352
Si 0.203 -5.464 20.218
Si 2.784 -2.668 20.482
Si -10.719 -0.06 20.689
Si -7.928 2.642 20.565
Si -10.627 5.325 20.282
Si -7.998 7.97 20.558
Si -10.718 10.759 20.467
Si -7.956 -2.79 20.713
Si -5.21 -0.054 20.584
Si -2.652 2.724 20.109
Si -5.147 5.305 20.275
Si -2.535 -8.078 20.291
Si -5.235 -5.417 20.314
Si -2.516 -2.777 20.168
Si 1.639 -1.059 21.849
Si 3.829 1.225 21.796
Si 1.134 3.77 21.638
Si 4.456 6.974 21.616
Si 1.27 -7 21.616
Si 4.412 -3.884 21.669
Si -9.618 -1.748 22.086
Si -6.311 1.552 21.955
Si -9.595 3.785 21.768
Si -6.409 6.552 21.701
Si -9.822 8.988 21.715
Si -6.187 -3.936 21.85
Si -3.939 -1.753 21.668
Si -1.124 1.539 21.303
Si -4.054 3.742 21.658
Si -1.049 7.213 21.748
Si -3.522 -6.375 21.547
Si -1.264 -4.212 21.495
Si -2.73 -3.197 -5.054
Si -12.271 2.009 -7.204
Si -2.465 7.001 24.621
Si 0.937 2.947 -6.132
Si -5.258 0.15 -2.046
Si -15.152 -4.26 -6.518
Si -6.645 -0.831 -4.515
Si -2.598 1.311 -2.488
Si -0.221 0.763 25.439
Si -0.024 7.78 26.233
Si -4.889 -7.874 23.685
Si -8.129 5.449 23.79
Si -2.507 -0.023 23.647
Si -4.279 -3.883 26.17
Si -9.655 7.307 -4.232
Si -6.313 3.84 -4.191
Si 6.178 5.026 25.67
Si 0.361 -2.95 23.928
Si -2.508 4.153 24.369
Si -7.165 0.606 -7.054
Si -6.826 0.996 25.032
Si -5.693 -3.621 -4.492
Si -13.407 -2.307 -1.754
Si 3.964 6.511 24.474
Si -14.797 4.848 -6.738
Si -14.498 -7.264 -6.856
Si -8.046 1.645 -4.425
Si -6.273 -5.556 24.606
Si -12.639 8.007 -4.478
Si -9.44 8.095 24.298
Si -17.086 0.38 -7.253
Si -0.114 7.831 -5.256
Si -8.086 5.504 -6.058
Si -14.199 -0.387 -7.162
Si -14.527 -1.981 -4.661
Si -11.279 -0.05 -1.87
Si -11.8 -7.968 25.771
Si -1.767 2.213 -5.177
Si -4.079 5.768 -4.12
Si -4.064 1.627 25.45
Si 1.09 -6.822 -3.043
Si 2.616 -5.124 23.823
Si -1.537 -5.394 -3.081
Si -10.847 1.059 -4.781
Si -7.979 -7.786 -1.988
Si -2.954 -7.851 -4.531
Si -10.946 5.107 -2.366
Si -4.077 -7.159 -7.332
Si -4.171 3.68 -6.171
Si 3.781 -6.168 -4.485
Si -5.813 -5.538 -1.995
Si 0.839 4.158 -2.604
Si 0.563 3.368 24.41
Si -1.275 -0.622 -4.307
Si 17.648 -0.903 -0.042
Si 3.84 1.507 -0.051
Si 1.714 3.815 0.19
Si 4.06 6.774 0.306
Si 1.784 -7.445 -0.071
Si 4.267 -4.481 -0.276
Si 7.188 -1.705 -0.222
Si 9.464 1.649 -0.192
Si 6.33 4.703 -0.23
Si 9.751 6.61 -0.243
Si 6.458 9.623 0.009
Si 9.415 -3.949 -0.145
Si 12.315 -1.536 -0.381
Si 15.363 1.28 -0.06
Si 11.961 4.369 -0.086
Si 14.98 7.106 0.25
Si 12.692 -7.146 -0.018
Si 15.705 -4.43 -0.013
Si 2.693 -0.07 1.254
Si 5.464 2.811 1.078
Si 2.753 5.35 1.57
Si 5.399 8.215 1.517
Si 2.728 -5.603 1.136
Si 5.445 -2.796 1.003
Si 8.33 -0.063 1.057
Si 10.824 2.851 1.286
Si 8.095 5.572 1.127
Si 10.957 8.116 1.176
Si 8.182 -5.515 1.13
Si 10.949 -2.721 1.149
Si 13.634 0.005 0.984
Si 16.468 2.818 1.297
Si 13.64 5.451 1.226
Si 16.358 8.233 1.708
Si 13.818 -5.418 1.14
Si 16.557 -2.637 1.223
Si 17.714 1.482 2.796
Si 4.199 3.977 2.728
Si 17.751 6.756 2.804
Si 3.999 9.559 2.748
Si 17.782 -3.896 2.8
Si 4.128 -1.45 2.478
Si 6.872 1.362 2.377
Si 9.404 4.17 2.582
Si 6.881 6.855 2.677
Si 9.579 -6.818 2.511
Si 6.806 -4.11 2.481
Si 9.608 -1.365 2.534
Si 12.275 1.364 2.45
Si 14.994 4.099 2.601
Si 12.27 6.793 2.621
Si 14.949 -6.66 2.818
Si 12.363 -4.076 2.467
Si 14.995 -1.326 2.478
Si 16.29 0.035 3.977
Si 2.759 2.653 4.033
Si 16.318 5.417 4.062
Si 2.662 8.136 4.046
Si 16.372 -5.312 4.089
Si 2.723 -2.788 3.842
Si 5.491 -0.013 3.799
Si 8.136 2.699 3.894
Si 5.524 5.431 4.007
Si 8.252 -8.115 3.983
Si 5.462 -5.398 3.968
Si 8.181 -2.729 3.849
Si 10.942 0.021 3.883
Si 13.613 2.699 3.9
Si 10.857 5.46 3.95
Si 13.576 8.192 4.031
Si 10.95 -5.426 3.848
Si 13.657 -2.69 3.888
Si 17.631 -1.38 16.26
Si 4.169 1.351 16.236
Si 17.68 4.125 16.233
Si 4.138 6.789 16.262
Si 17.695 -6.747 16.3
Si 4.167 -4.058 16.23
Si 6.857 -1.374 16.285
Si 9.539 1.375 16.242
Si 6.85 4.074 16.262
Si 9.555 6.774 16.156
Si 6.807 -6.802 16.202
Si 9.556 -4.08 16.263
Si 12.242 -1.332 16.203
Si 14.968 1.333 16.256
Si 12.275 4.038 16.202
Si 14.941 6.819 16.257
Si 12.252 9.523 16.277
Si 15.024 -4.093 16.216
Si 18.975 0.028 17.558
Si 5.5 2.7 17.632
Si 19.058 5.46 17.611
Si 5.496 8.159 17.611
Si 19.026 -5.398 17.75
Si 5.479 -2.715 17.66
Si 8.212 0.013 17.63
Si 10.961 2.675 17.591
Si 8.241 5.459 17.57
Si 10.875 8.087 17.563
Si 8.149 -5.454 17.565
Si 10.899 -2.651 17.591
Si 13.632 -0.073 17.61
Si 16.322 2.757 17.558
Si 13.589 5.407 17.578
Si 16.306 -8.116 17.59
Si 13.688 -5.427 17.577
Si 16.352 -2.798 17.667
Si 17.693 1.444 18.913
Si 4.151 4.064 18.997
Si 17.695 6.866 18.908
Si 4.149 -6.787 18.979
Si 17.665 -4.085 19.188
Si 4.14 -1.324 19.057
Si 6.832 1.326 19.011
Si 9.653 4.122 18.892
Si 6.883 6.801 18.955
Si 9.436 -6.92 18.858
Si 6.867 -4.077 18.989
Si 9.586 -1.291 19.028
Si 12.296 1.27 18.978
Si 14.973 4.082 18.932
Si 12.216 6.719 18.946
Si 14.969 -6.8 19.013
Si 12.382 -3.961 18.84
Si 14.959 -1.484 18.99
Si 16.288 0.037 20.133
Si 19.137 2.728 20.303
Si 16.355 5.464 20.218
Si 19.003 8.198 20.369
Si 16.3 -5.507 20.53
Si 18.947 -2.599 20.546
Si 5.46 0.053 20.487
Si 8.308 2.719 20.154
Si 5.568 5.392 20.304
Si 8.142 8.159 20.442
Si 5.52 -5.458 20.355
Si 8.166 -2.608 20.336
Si 11.024 -0.083 20.479
Si 13.641 2.699 20.274
Si 10.921 5.43 20.429
Si 13.589 -8.276 20.257
Si 10.956 -5.473 19.795
Si 13.652 -2.798 20.515
Si 17.742 -0.873 21.687
Si 20.238 1.118 21.668
Si 17.981 4.373 21.467
Si 20.184 6.559 21.503
Si 17.391 -7.15 21.814
Si 20.683 -3.39 21.956
Si 6.557 -1.562 21.815
Si 9.879 1.669 21.506
Si 7.147 4.147 21.54
Si 9.22 6.493 21.709
Si 6.55 -7.001 21.818
Si 9.648 -4.193 21.13
Si 12.641 -1.222 21.947
Si 14.772 1.098 21.52
Si 12.142 3.799 21.654
Si 15.187 6.936 21.591
Si 12.228 -6.696 21.251
Si 14.552 -4.583 21.846
Si 19.256 -3.611 24.889
Si 2.67 -7.334 25.641
Si 9.366 -3.218 -7.236
Si 18.251 0.688 -7.138
Si 10.982 -1.022 -3.155
Si 6.227 -1.513 -3.152
Si 9.083 4.912 -7.17
Si 13.953 3.272 -2.135
Si 12.185 6.665 -4.592
Si 9.775 -5.351 -2.825
Si 8.437 -6.363 -6.935
Si 13.612 -4.922 24.717
Si 10.458 7.724 -6.857
Si 11.887 0.398 25.98
Si 9.232 5.038 26.218
Si 17.808 3.26 24.277
Si 14.468 -5.433 -4.043
Si 13.547 2.97 -7.156
Si 11.032 -6.616 24.03
Si 17.868 -6.213 24.834
Si 13.406 5.56 23.735
Si 8.846 -2.85 -4.201
Si 3.737 -3.445 -3.173
Si 14.548 -1.96 -7.313
Si 5.679 2.553 23.89
Si 10.773 6.957 24.299
Si 7.484 2.87 -2.121
Si 12.195 -2.384 25.002
Si 1.559 -1.301 -3.086
Si 9.761 -2.958 23.693
Si -2.027 4.895 -2.005
Si 18.732 5.297 -2.678
Si 9.675 0.107 23.98
Si 6.999 -0.188 24.711
Si 4.964 1.161 -2.93
Si 2.288 1.65 -3.932
Si 8.33 -5.381 23.368
Si 11.082 3.889 -5.244
Si 6.452 -7.657 -4.818
Si 4.535 6.519 -6.119
Si 20.774 3.948 25.232
Si 21.21 1.062 24.7
Si 17.373 -6.292 -3.282
Si 10.101 1.864 -3.152
Si 8.094 -7.962 -2.227
Si 14.276 -3.07 -2.257
Si 1.834 5.62 -5.086
Si 13.722 -1.313 -4.444
Si 15.255 -6.056 -6.805
Si 14.57 1.635 -4.594
Si 12.152 -7.036 -3.038
Si 16.78 7.302 -2.206
Si 14.968 5.532 -3.772
Si 16.504 0.667 23.861
Si 34.251 -1.589 -0.116
Si 20.187 1.526 0.168
Si 18.088 3.923 -0.086
Si 20.083 7.51 0.158
Si 17.788 -6.719 0.527
Si 20.687 -4.342 0.121
Si 23.421 -1.806 0.21
Si 25.437 1.396 0.07
Si 23.256 3.697 0.266
Si 25.988 6.599 0.072
Si 22.905 9.798 0.171
Si 25.745 -3.854 0.221
Si 28.717 -1.74 -0.06
Si 30.997 1.235 0.214
Si 28.26 4.452 0.037
Si 31.222 6.864 0.41
Si 29.044 -7.241 0.048
Si 30.989 -3.96 -0.047
Si 19.049 0.061 1.541
Si 21.735 2.602 1.552
Si 19.104 5.605 1.233
Si 21.74 8.335 1.564
Si 19.193 -5.317 1.641
Si 21.811 -2.829 1.508
Si 24.447 -0.126 1.498
Si 27.203 2.633 1.174
Si 24.393 5.455 1.357
Si 27.269 8.119 1.34
Si 24.522 -5.427 1.44
Si 27.245 -2.698 1.508
Si 29.786 -0.217 1.461
Si 32.461 2.772 1.337
Si 29.793 5.435 1.547
Si 32.681 8.236 1.556
Si 29.971 -5.525 1.382
Si 32.62 -2.752 1.183
Si 33.92 1.396 2.625
Si 20.413 4.187 2.692
Si 33.988 6.834 2.87
Si 20.467 9.616 2.999
Si 33.949 -4.077 2.668
Si 20.451 -1.365 2.77
Si 23.119 1.259 2.86
Si 25.839 4.026 2.642
Si 23.107 6.837 2.748
Si 25.908 -6.823 2.705
Si 23.18 -4.126 2.884
Si 25.901 -1.343 2.858
Si 28.494 1.323 2.688
Si 31.175 4.041 2.821
Si 28.496 6.824 2.866
Si 31.32 -6.728 2.851
Si 28.584 -4.168 2.75
Si 31.306 -1.47 2.702
Si 32.618 -0.009 4.023
Si 19.078 2.832 4.109
Si 32.593 5.425 4.131
Si 19.066 8.158 4.172
Si 32.673 -5.381 4.159
Si 19.109 -2.633 4.196
Si 21.761 -0.041 4.19
Si 24.512 2.707 4.087
Si 21.777 5.472 4.107
Si 24.523 -8.16 4.083
Si 21.846 -5.402 4.304
Si 24.529 -2.719 4.179
Si 27.21 0.046 4.17
Si 29.846 2.652 4.117
Si 27.141 5.385 4.113
Si 29.926 8.186 4.145
Si 27.213 -5.472 4.125
Si 29.958 -2.796 4.097
Si 33.982 -1.292 16.403
Si 20.359 1.358 16.2
Si 33.965 4.067 16.405
Si 20.386 6.864 16.289
Si 33.978 -6.791 16.314
Si 20.32 -4.08 16.267
Si 23.067 -1.36 16.252
Si 25.847 1.415 16.294
Si 23.134 4.139 16.243
Si 25.846 6.756 16.284
Si 23.067 -6.82 16.249
Si 25.812 -4.055 16.253
Si 28.578 -1.311 16.303
Si 31.253 1.381 16.45
Si 28.597 4.063 16.396
Si 31.258 6.798 16.354
Si 28.604 9.513 16.257
Si 31.313 -4.061 16.309
Si 35.309 0.126 17.77
Si 21.734 2.749 17.479
Si 35.37 5.414 17.72
Si 21.697 8.237 17.7
Si 35.303 -5.362 17.621
Si 21.642 -2.693 17.59
Si 24.443 0.026 17.545
Si 27.213 2.705 17.742
Si 24.463 5.454 17.686
Si 27.26 8.115 17.561
Si 24.411 -5.434 17.543
Si 27.21 -2.702 17.574
Si 29.859 0.008 17.799
Si 32.577 2.76 17.849
Si 29.939 5.443 17.782
Si 32.614 -8.151 17.685
Si 29.992 -5.486 17.618
Si 32.593 -2.676 17.729
Si 33.931 1.449 19.265
Si 20.461 4.059 18.908
Si 33.948 6.768 19.005
Si 20.416 -6.675 19.176
Si 33.969 -4.037 19.046
Si 20.24 -1.344 18.956
Si 23.047 1.404 18.824
Si 25.854 4.099 19.054
Si 23.062 6.851 19.002
Si 25.853 -6.822 18.758
Si 22.963 -4.124 18.88
Si 25.807 -1.335 18.862
Si 28.451 1.297 19.222
Si 31.22 4.116 19.283
Si 28.566 6.848 19.066
Si 31.303 -6.797 19.103
Si 28.62 -4.087 18.855
Si 31.203 -1.382 19.15
Si 32.514 -0.041 20.576
Si 35.388 2.867 20.613
Si 32.724 5.497 20.598
Si 35.326 8.208 20.206
Si 32.683 -5.4 20.478
Si 35.407 -2.641 20.244
Si 21.675 0.06 20.148
Si 24.473 2.563 20.233
Si 21.795 5.349 20.344
Si 24.414 8.395 20.171
Si 21.708 -5.191 20.604
Si 24.384 -2.74 20.019
Si 27.021 -0.185 20.512
Si 29.67 2.787 20.614
Si 27.078 5.671 20.434
Si 29.91 -8.171 20.488
Si 27.196 -5.466 20.047
Si 29.848 -2.847 20.428
Si 34.29 -1.189 21.672
Si 36.458 1.124 21.788
Si 34.551 4.689 21.964
Si 36.74 6.9 21.469
Si 33.872 -7.046 21.674
Si 36.957 -3.821 21.521
Si 23.005 -1.411 21.299
Si 25.194 0.743 21.698
Si 23.559 4.253 21.562
Si 25.399 6.913 21.647
Si 23.57 -6.23 21.586
Si 25.767 -4.114 21.237
Si 27.998 -2.027 21.641
Si 31.264 1.544 21.867
Si 27.979 4.117 21.88
Si 31.567 7.102 21.859
Si 28.629 -6.513 21.54
Si 31.01 -4.408 21.817
Si 34.41 -6.531 24.663
Si 28.378 -7.259 24.342
Si 30.378 6.841 24.727
Si 33.016 3.217 -2.287
Si 28.336 1.773 -3.728
Si 22.38 -1.422 -2.681
Si 29.457 -4.873 25.637
Si 29.993 3.07 -1.765
Si 27.213 3.476 -5.841
Si 22.355 -4.283 -4.065
Si 18.311 -6.121 -6.028
Si 21.753 -2.726 -6.561
Si 30.522 2.107 24.693
Si 28.744 -2.072 24.592
Si 21.845 7.231 -5.26
Si 33.129 2.876 23.787
Si 31.565 -6.162 -6.98
Si 34.386 -2.286 24.538
Si 28.79 4.493 24.718
Si 32.193 -4.386 24.8
Si 23.541 -0.438 25.703
Si 25.981 -5.302 -6.346
Si 19.599 -4.248 -2.728
Si 39.269 -5.647 24.682
Si 21.568 6.543 24.123
Si 19.054 -3.175 -5.309
Si 23.201 4.322 -2.559
Si 23.43 -6.117 26.065
Si 21.365 6.466 -2.478
Si 24.049 -8.073 23.887
Si 25.331 2.96 23.453
Si 35.01 6.894 -4.72
Si 26.05 4.3 26.065
Si 17.357 4.151 -5.005
Si 17.588 1.181 -4.299
Si 19.629 -0.223 -2.228
Si 20.425 2.738 -7.351
Si 24.906 0.301 -2.94
Si 23.91 -6.926 -4.656
Si 24.721 3.432 -7.313
Si 34.582 -4.626 -4.259
Si 39.738 -0.678 24.713
Si 27.723 -3.922 -4.476
Si 25.773 3.042 -3.424
Si 24.844 -7.734 -1.971
Si 32.709 -5.472 -2.166
Si 22.354 4.117 -5.409
Si 28.775 -5.066 -6.93
Si 34.615 0.701 25.633
Si 32.692 -0.756 -4.95
Si 27.24 -5.625 -1.892
Si 33.058 -7.17 -4.51
Si 37.424 1.503 24.799
Si 27.592 -1.11 -3.023
Si 51.049 -1.981 0.015
Si 36.798 1.198 -0.014
Si 33.408 4.622 0.134
Si 36.406 7.042 0.08
Si 34.26 -7.017 0.178
Si 36.42 -3.899 -0.051
Si 39.073 -1.022 -0.046
Si 41.931 1.511 0.27
Si 39.589 3.7 -0.066
Si 42.041 6.861 -0.278
Si 39.893 9.208 -0.039
Si 42.477 -4.365 0.057
Si 45.419 -1.835 -0.032
Si 47.396 1.45 0.194
Si 45.107 3.712 0.107
Si 47.62 6.548 -0.022
Si 44.788 -6.452 0.163
Si 47.654 -4.061 0.154
Si 35.283 -0.007 1.293
Si 37.956 2.74 1.312
Si 35.203 5.517 1.387
Si 38.13 8.179 1.229
Si 35.407 -5.43 1.415
Si 38.035 -2.726 1.215
Si 40.723 -0.107 1.372
Si 43.514 2.676 1.465
Si 40.787 5.397 1.127
Si 43.576 8.078 1.144
Si 40.885 -5.505 1.342
Si 43.642 -2.755 1.271
Si 46.326 -0.201 1.403
Si 48.969 2.598 1.481
Si 46.142 5.402 1.378
Si 48.973 7.981 1.339
Si 46.339 -5.43 1.548
Si 49.196 -2.8 1.321
Si 50.339 1.187 2.767
Si 36.614 4.105 2.654
Si 50.229 6.688 2.833
Si 36.829 9.537 2.691
Si 50.371 -4.21 2.76
Si 36.686 -1.368 2.651
Si 39.37 1.362 2.68
Si 42.114 4.117 2.66
Si 39.439 6.749 2.574
Si 42.24 -6.895 2.647
Si 39.441 -4.091 2.584
Si 42.193 -1.436 2.632
Si 44.894 1.218 2.712
Si 47.575 4.041 2.732
Si 44.816 6.786 2.679
Si 47.666 -6.915 2.732
Si 44.934 -4.045 2.793
Si 47.78 -1.454 2.726
Si 48.983 -0.071 4.161
Si 35.308 2.707 4.024
Si 48.888 5.354 4.165
Si 35.429 8.205 4.094
Si 48.967 -5.513 4.115
Si 35.329 -2.715 4.022
Si 38.04 -0.014 4.036
Si 40.758 2.728 4.01
Si 38.052 5.438 3.983
Si 40.803 -8.213 3.984
Si 38.127 -5.409 4.044
Si 40.809 -2.772 3.985
Si 43.484 -0.059 4.055
Si 46.218 2.645 4.052
Si 43.464 5.444 4.05
Si 46.225 8.101 4.054
Si 43.543 -5.486 4.046
Si 46.319 -2.719 4.106
Si 50.294 -1.309 16.324
Si 36.709 1.406 16.369
Si 50.248 4.081 16.293
Si 36.703 6.797 16.334
Si 50.285 -6.758 16.246
Si 36.699 -4.018 16.293
Si 39.449 -1.3 16.333
Si 42.138 1.456 16.308
Si 39.453 4.121 16.366
Si 42.151 6.852 16.298
Si 39.43 -6.759 16.287
Si 42.148 -4.025 16.319
Si 44.87 -1.318 16.292
Si 47.609 1.394 16.333
Si 44.869 4.132 16.315
Si 47.559 6.868 16.292
Si 44.823 9.555 16.324
Si 47.572 -4.018 16.234
Si 51.615 0.111 17.687
Si 38.11 2.736 17.728
Si 51.555 5.502 17.616
Si 38.061 8.21 17.63
Si 51.601 -5.401 17.642
Si 38.091 -2.695 17.651
Si 40.772 0.137 17.681
Si 43.496 2.802 17.686
Si 40.842 5.506 17.695
Si 43.44 8.214 17.718
Si 40.807 -5.423 17.657
Si 43.482 -2.619 17.67
Si 46.267 0 17.656
Si 48.977 2.716 17.748
Si 46.214 5.521 17.663
Si 48.943 -8.085 17.626
Si 46.194 -5.331 17.582
Si 48.949 -2.722 17.635
Si 50.287 1.346 19.245
Si 36.753 4.056 19.089
Si 50.242 6.873 19.051
Si 36.671 -6.717 18.917
Si 50.325 -4.004 19.057
Si 36.769 -1.266 18.958
Si 39.48 1.454 19.17
Si 42.21 4.199 19.128
Si 39.461 6.901 18.989
Si 42.071 -6.757 19.135
Si 39.447 -4.092 19.001
Si 42.144 -1.177 19.006
Si 44.897 1.394 18.942
Si 47.63 4.192 18.989
Si 44.841 6.871 19.034
Si 47.633 -6.609 18.892
Si 44.826 -4.025 18.98
Si 47.61 -1.408 19.015
Si 48.906 -0.221 20.56
Si 51.657 2.883 20.511
Si 48.869 5.549 20.46
Si 51.575 8.245 20.463
Si 48.913 -5.32 20.43
Si 51.816 -2.574 20.231
Si 38.061 0.051 20.441
Si 40.834 2.877 20.55
Si 38.154 5.495 20.302
Si 40.667 8.222 20.536
Si 38.052 -5.482 20.335
Si 40.723 -2.557 20.255
Si 43.553 0.157 20.4
Si 46.263 2.789 20.21
Si 43.602 5.554 20.556
Si 46.23 -7.948 20.147
Si 43.464 -5.338 20.389
Si 46.2 -2.694 20.354
Si 50.618 -1.389 21.87
Si 53.541 2.017 21.691
Si 50.51 4.533 21.825
Si 52.783 6.691 21.747
Si 49.905 -6.974 21.774
Si 53.21 -4.039 21.409
Si 39.164 -1.574 21.725
Si 42.562 1.817 21.753
Si 39.67 4.536 21.817
Si 41.935 6.704 21.812
Si 38.874 -7.131 21.846
Si 42.325 -3.609 21.505
Si 44.667 -1.495 21.638
Si 47.56 1.436 21.578
Si 44.899 3.92 21.739
Si 47.616 7.218 21.572
Si 45.134 -6.481 21.576
Si 47.292 -4.216 21.756
Si -47.8 -5.769 24.694
Si 32.824 -3.322 -6.375
Si 47.215 7.063 26.248
Si 48.342 0.536 -2.741
Si 44.884 -3.837 -4.035
Si 39.506 -2.039 -2.982
Si 43.61 1.833 -6.947
Si 47.372 6.386 -3.025
Si 39.325 2.806 -2.993
Si 42.949 7.185 -6.486
Si 39.58 5.319 -4.335
Si 43.238 -7.549 23.686
Si 46.702 1.559 24.459
Si 45.031 -0.726 24.658
Si 37.363 6.777 -2.721
Si -48.504 2.594 23.624
Si -48.602 -5.324 -7.126
Si 48.94 7.566 -5.229
Si 46.095 5.751 23.877
Si 47.731 -3.985 24.745
Si 41.618 3.704 26.025
Si 44.292 -4.31 -7.157
Si 37.396 -4.475 -2.947
Si -46.325 -3.46 23.678
Si 38.719 4.229 24.788
Si 38.648 -4.075 -7.151
Si 42.293 5.148 -2.937
Si 36.481 -4.4 24.421
Si 38.292 -1.416 -5.541
Si 42.031 -4.835 24.133
Si 34.468 3.842 -4.593
Si 48.713 4.414 -1.773
Si 43.959 5.561 26.002
Si 33.874 1.498 -6.546
Si 35.572 -0.297 -5.025
Si 32.738 0.148 -2.137
Si 44.723 -3.685 25.572
Si 39.902 7.059 -6.877
Si 41.478 -6.235 -4.379
Si 42.307 0.919 24.68
Si 46.122 -6.464 -2.634
Si -43.516 -2.416 23.546
Si 45.025 -7.168 -7.374
Si 42.056 2.062 -2.505
Si 39.09 -6.894 -2.858
Si -43.704 -1.755 -5.398
Si 36.396 1.9 -2.995
Si 44.293 -7.534 -4.545
Si 44.545 1.367 -4.167
Si -48.887 -5.851 -2.1
Si 41.934 -3.616 -2.903
Si 45.926 3.88 -2.733
Si 43.679 4.459 -5.708
Si 45.996 -1.191 -2.951
Si -31.211 -1.101 0.326
Si 52.718 1.398 0.108
Si 50.522 3.695 0.149
Si 52.952 6.858 0.396
Si 50.71 -7.376 0.079
Si 53.185 -4.226 0.413
Si 56.068 -1.636 0.002
Si 58.747 1.894 -0.254
Si 55.171 4.692 -0.078
Si 58.603 6.628 -0.045
Si 55.307 9.895 0.11
Si 58.368 -3.791 0.252
Si -36.392 -1.725 -0.033
Si -33.369 1.162 0.078
Si -37.015 4.48 0.086
Si -34.397 7.326 0.086
Si -36.655 -6.751 -0.184
Si -34.086 -3.909 0.108
Si 51.772 -0.225 1.472
Si 54.402 2.753 1.142
Si 51.562 5.362 1.47
Si 54.362 8.284 1.562
Si 51.69 -5.658 1.462
Si 54.553 -2.696 1.516
Si 57.283 0.203 0.971
Si -38.044 2.913 1.487
Si 56.991 5.517 1.271
Si -38.138 8.272 1.204
Si 57.069 -5.404 1.365
Si -37.96 -2.641 1.475
Si -35.274 0.073 1.111
Si -32.563 2.746 1.597
Si -35.394 5.613 1.34
Si -32.66 8.275 1.401
Si -35.412 -5.372 1.346
Si -32.483 -2.76 1.415
Si -31.233 1.449 3.03
Si 53.044 3.993 2.687
Si -31.393 6.867 2.877
Si 53.008 9.497 2.964
Si -31.243 -4.069 2.913
Si 53.177 -1.395 2.867
Si 55.864 1.439 2.487
Si -39.567 4.174 2.72
Si 55.797 6.877 2.76
Si -39.467 -6.779 2.672
Si 55.855 -4.064 2.854
Si -39.384 -1.155 2.591
Si -36.615 1.415 2.615
Si -34.036 4.184 2.729
Si -36.785 6.937 2.691
Si -34.019 -6.699 2.76
Si -36.682 -4.053 2.811
Si -33.949 -1.313 2.658
Si -32.65 -0.006 4.182
Si 51.702 2.635 4.06
Si -32.695 5.465 4.201
Si 51.62 8.074 4.178
Si -32.655 -5.411 4.205
Si 51.735 -2.798 4.111
Si 54.537 0.091 4.022
Si -40.823 2.732 4.045
Si 54.395 5.425 4.032
Si -40.76 -8.124 4.116
Si 54.427 -5.405 4.189
Si -40.685 -2.599 4.046
Si -38.009 0.094 4.02
Si -35.344 2.765 4.07
Si -38.129 5.525 4.045
Si -35.376 8.216 4.1
Si -38.092 -5.432 4.079
Si -35.292 -2.662 4.098
Si -31.384 -1.433 16.531
Si 52.919 1.394 16.213
Si -31.369 4.055 16.425
Si 52.939 6.796 16.222
Si -31.353 -6.79 16.512
Si 52.991 -4.036 16.317
Si 55.739 -1.411 16.214
Si -39.512 1.277 16.242
Si 55.672 4.093 16.214
Si -39.542 6.803 16.246
Si 55.663 -6.748 16.278
Si -39.523 -4.156 16.284
Si -36.819 -1.456 16.291
Si -34.068 1.271 16.37
Si -36.786 4.011 16.24
Si -34.096 6.759 16.364
Si -36.818 9.43 16.349
Si -34.092 -4.152 16.445
Si -30.026 -0.071 17.895
Si 54.247 2.782 17.516
Si -30.012 5.385 17.822
Si 54.27 8.178 17.539
Si -30.047 -5.469 18.014
Si 54.384 -2.66 17.641
Si 57.103 -0.128 17.599
Si -38.108 2.596 17.545
Si 57.023 5.441 17.566
Si -38.215 8.079 17.692
Si 57.027 -5.441 17.694
Si -38.194 -2.805 17.643
Si -35.424 -0.179 17.647
Si -32.768 2.687 17.723
Si -35.519 5.385 17.637
Si -32.761 -8.201 17.743
Si -35.494 -5.547 17.735
Si -32.744 -2.847 17.883
Si -31.37 1.418 19.114
Si 52.894 4.129 18.933
Si -31.425 6.754 19.092
Si 52.893 -6.855 18.933
Si -31.5 -4.198 19.409
Si 53.102 -1.169 18.951
Si 55.63 1.32 18.669
Si 58.467 4.027 18.78
Si 55.616 6.835 18.866
Si 58.336 -6.886 19.043
Si 55.71 -3.997 19.05
Si 58.42 -1.504 19.08
Si -36.826 1.141 18.909
Si -34.244 4 18.994
Si -36.934 6.619 19.046
Si -34.198 -6.95 19.112
Si -36.914 -4.193 19.026
Si -34.174 -1.512 19.148
Si -32.813 0.014 20.295
Si -30.119 2.818 20.633
Si -32.921 5.426 20.277
Si -30.2 7.986 20.679
Si -32.903 -5.712 20.642
Si -30.268 -2.822 20.933
Si 54.408 0.265 20.32
Si 57.047 2.612 19.87
Si 54.235 5.553 20.215
Si 56.979 8 20.347
Si 54.345 -5.563 20.157
Si 56.972 -2.627 20.589
Si 59.883 -0.215 20.403
Si -35.607 2.539 20.26
Si 59.696 5.168 20.417
Si -35.653 -8.32 20.381
Si 59.587 -5.445 20.417
Si -35.519 -3.01 20.468
Si -31.549 -1.02 21.931
Si -29.239 1.182 22.077
Si -31.811 4.05 21.745
Si -28.436 6.81 21.689
Si -31.992 -7.451 21.974
Si -28.933 -4.321 22.305
Si 55.977 -0.722 21.731
Si 58.284 1.231 21.272
Si 55.746 4.051 21.1
Si 57.957 6.206 21.552
Si 55.835 -6.675 21.552
Si 58.002 -4.36 21.847
Si 61.321 -1.552 21.894
Si -33.898 1.641 21.558
Si 60.56 3.265 21.619
Si -34.225 6.699 21.69
Si 61.027 -6.793 21.628
Si -34.595 -4.693 21.901
Si -27.756 -2.465 24.495
Si -43.118 7.838 23.756
Si -39.753 -6.988 -7.194
Si -29.954 -2.849 -1.748
Si -37.625 2.708 -5.02
Si -40.442 -4.205 -4.322
Si -37.148 -2.262 24.761
Si -36.89 2.427 -2.163
Si -34.042 -0.396 23.533
Si -42.092 -1.832 -3.049
Si -47.427 -6.001 -4.658
Si -35.644 5.816 24.334
Si -35.724 0.225 25.828
Si -39.319 -4.196 24.989
Si -44.24 4.719 25.88
Si -31.768 4.086 24.801
Si -27.308 5.507 24.025
Si -31.8 -3.609 25.599
Si -36.726 3.024 24.598
Si -34.566 -4.14 24.955
Si -46.386 6.15 -5.749
Si -30.661 -5.951 24.099
Si -46.587 -0.026 -2.254
Si -36.318 -1.883 -2.958
Si -41.811 5.376 24.513
Si -38.237 7.551 23.73
Si -41.098 3.341 -2.142
Si -41.274 -2.586 -6.866
Si -44.859 -7.591 -5.425
Si -38.138 -6.993 25.892
Si -46.007 0.793 23.852
Si -33.337 7.275 -2.727
Si -39.607 3.737 25.526
Si 46.061 3.311 -7.114
Si -44.925 0.682 -4.593
Si -41.942 1.064 -3.763
Si 48.508 1.944 -5.47
Si -36.977 -0.127 -5.208
Si -41.719 -7.062 -4.786
Si -41.766 -2.932 26.07
Si -31.212 -6.723 -2.576
Si -30.049 -1.122 26.088
Si -36.924 -6.443 -6.653
Si -40.521 3.333 -5.084
Si -40.796 -7.776 -2.01
Si -32.627 -4.254 -2.547
Si -46.73 3.053 -5.776
Si -35.213 -3.794 -7.297
Si -33.77 7.704 -7.173
Si -34.789 0.476 -3.536
Si -38.638 -5.437 -2.165
Si -34.916 -7.166 -4.664
Si -34.795 -3.976 -4.307
Si -32.344 1.891 -2.716
Si -15.266 -1.215 0.391
Si -28.917 1.685 0.122
Si -31.106 3.958 0.256
Si -28.805 6.901 0.365
Si -30.822 -7.003 0.345
Si -28.315 -4.378 0.417
Si -25.454 -1.702 0.166
Si -23.579 1.728 0.207
Si -25.547 4.272 0.356
Si -22.708 -9.981 0.507
Si -26.114 9.708 0.254
Si -23.247 -4.014 0.335
Si -19.995 -1.935 0.225
Si -17.371 1.061 0.377
Si -20.622 4.009 0.377
Si -17.977 7.185 0.44
Si -20.242 -7.053 0.556
Si -17.767 -4.047 0.611
Si -29.842 0.165 1.675
Si -27.247 2.875 1.349
Si -29.999 5.447 1.675
Si -27.158 8.078 1.577
Si -29.804 -5.501 1.78
Si -27.134 -2.697 1.507
Si -24.498 -0.012 1.494
Si -21.858 2.579 1.673
Si -24.364 5.486 1.908
Si -21.73 -8.295 1.78
Si -24.466 -5.56 1.591
Si -21.664 -2.846 1.617
Si -19.047 -0.137 1.508
Si -16.298 2.636 1.713
Si -19.003 5.336 1.525
Si -16.381 8.405 1.584
Si -19.098 -5.48 1.844
Si -16.364 -2.676 1.829
Si -14.924 1.316 3.023
Si -28.541 4.104 2.916
Si -15.02 6.876 2.806
Si -28.459 9.422 3.045
Si -14.937 -4.054 3.023
Si -28.477 -1.317 2.883
Si -25.914 1.402 2.794
Si -23.103 3.967 3.13
Si -25.806 6.861 3.062
Si -23.145 -6.886 3.014
Si -25.794 -4.092 2.921
Si -23.045 -1.342 2.867
Si -20.405 1.23 2.904
Si -17.679 4.048 2.954
Si -20.331 -9.671 3.043
Si -17.675 -6.772 3.141
Si -20.462 -4.13 3.134
Si -17.751 -1.324 3.085
Si -16.333 0.014 4.385
Si -29.856 2.778 4.34
Si -16.329 5.476 4.243
Si -29.948 8.121 4.287
Si -16.299 -5.397 4.41
Si -29.868 -2.69 4.226
Si -27.163 0.035 4.264
Si -24.556 2.631 4.332
Si -27.19 5.435 4.315
Si -24.48 -8.147 4.442
Si -27.135 -5.444 4.33
Si -24.426 -2.712 4.256
Si -21.751 -0.046 4.334
Si -19.066 2.669 4.273
Si -21.725 5.36 4.424
Si -19.032 -8.227 4.396
Si -21.819 -5.511 4.409
Si -19.08 -2.728 4.42
Si -14.873 -1.346 16.601
Si -28.621 1.274 16.536
Si -14.908 3.996 16.458
Si -28.636 6.809 16.543
Si -14.906 9.541 16.444
Si -28.651 -4.107 16.653
Si -25.943 -1.397 16.668
Si -23.156 1.321 16.659
Si -25.887 4.075 16.573
Si -23.097 6.798 16.605
Si -25.924 -6.749 16.636
Si -23.159 -4.084 16.641
Si -20.381 -1.354 16.63
Si -17.6 1.329 16.585
Si -20.381 4.056 16.637
Si -17.693 6.782 16.52
Si -20.395 -6.786 16.629
Si -17.628 -4.038 16.601
Si -13.457 0.032 17.922
Si -27.283 2.676 17.875
Si -13.494 5.411 17.643
Si -27.356 8.229 17.952
Si -13.539 -5.393 17.756
Si -27.331 -2.744 18.084
Si -24.593 -0.013 18.029
Si -21.733 2.66 18.002
Si -24.471 5.414 17.918
Si -21.759 -8.151 18.011
Si -24.565 -5.387 18.041
Si -21.805 -2.683 17.975
Si -18.892 -0.071 17.974
Si -16.229 2.683 17.945
Si -18.976 5.418 17.981
Si -16.33 8.216 17.767
Si -19.001 -5.392 17.955
Si -16.244 -2.696 18.001
Si -14.796 1.413 19.349
Si -28.661 4.016 19.201
Si -14.944 6.743 18.895
Si -28.737 -6.804 19.468
Si -14.866 -4.131 19.259
Si -28.842 -1.464 19.428
Si -26.024 1.362 19.357
Si -23.168 3.998 19.333
Si -25.868 6.877 19.131
Si -23.162 -6.751 19.35
Si -25.926 -4.047 19.508
Si -23.244 -1.403 19.385
Si -20.24 1.283 19.288
Si -17.563 4.053 19.348
Si -20.336 6.798 19.341
Si -17.597 9.552 19.272
Si -20.338 -3.958 19.302
Si -17.516 -1.327 19.497
Si -15.989 0.006 20.868
Si -13.47 3.012 20.511
Si -16.143 5.555 20.526
Si -13.527 8.116 20.049
Si -16.186 -5.469 20.718
Si -13.328 -2.821 20.437
Si -27.589 0.113 20.66
Si -24.572 2.602 20.763
Si -27.183 5.401 20.348
Si -24.613 -8.107 20.641
Si -27.319 -5.392 20.895
Si -24.669 -2.606 20.962
Si -21.645 -0.127 20.539
Si -18.86 2.603 20.734
Si -21.72 5.387 20.627
Si -18.976 8.221 20.671
Si -21.798 -5.268 20.584
Si -18.923 -2.73 20.84
Si -14.516 -1.615 21.99
Si -11.934 1.753 21.666
Si -14.335 4.854 21.889
Si -12.068 6.819 21.257
Si -14.892 9.101 21.639
Si -11.844 -4.022 21.805
Si -26.24 -1.019 22.116
Si -22.812 1.374 21.82
Si -25.66 4.404 21.854
Si -23.397 6.577 21.751
Si -26.282 -7.158 22.131
Si -22.93 -3.815 22.108
Si -20.63 -1.623 22.072
Si -17.231 1.549 22.218
Si -20.636 3.67 21.853
Si -17.261 7.111 21.888
Si -20.203 9.899 21.82
Si -17.814 -4.417 22.146
Si -13.185 -5.968 23.876
Si -30.078 -3.086 -6.797
Si -19.031 6.678 24.303
Si -16.015 4.438 -2.572
Si -21.523 -0.818 -2.383
Si -25.927 -1.894 -5.287
Si -17.383 -0.106 24.808
Si -20.547 2.277 -2.294
Si -21.906 5.184 -6.405
Si -24.692 -1.057 -2.694
Si -28.491 -8.036 -7.087
Si -21.535 7.992 23.671
Si -23.645 7.452 -7.246
Si -20.011 -1.145 25.094
Si -31.727 4.809 -2.638
Si -15.698 3.59 24.175
Si -18.425 -7.474 -4.368
Si -12.778 0.152 23.911
Si -20.038 3.926 24.946
Si -16.157 -2.961 24.128
Si -24.225 -0.06 23.97
Si -25.207 -4.597 -6.656
Si -28.983 -1.695 -4.393
Si -14.311 -4.469 25.972
Si -30.934 6.762 -6.305
Si -28.021 -5.151 -7.151
Si -24.37 5.958 -1.926
Si -26.487 -8.08 25.012
Si -28.696 5.746 -2.534
Si -23.163 -4.763 25.101
Si -30.362 3.961 -6.752
Si -13.308 4.913 -4.087
Si -29.311 -8.168 -4.27
Si -29.788 1.825 24.979
Si -26.588 0.284 -7.155
Si -29.289 1.03 -2.767
Si -25.007 -2.459 25.549
Si -22.814 3.831 -3.757
Si -24.075 -6.817 -5.128
Si -27.57 2.88 -6.236
Si -14.144 -7.737 -1.996
Si -10.18 -1.051 24.868
Si -21.191 -6.595 -4.417
Si -24.658 1.821 -2.715
Si -24.725 -7.542 -2.414
Si -19.932 -1.852 -4.891
Si -27.199 3.211 -3.43
Si -19.341 -4.901 -5.667
Si -13.642 1.927 25.953
Si -17.155 -0.38 -4.408
Si -22.123 -5.921 -1.723
Si -16.806 7.176 -2.438
Si -16.872 7.081 -6.553
Si -17.668 1.904 -2.572
Si 1.389 -1.429 5.284
Si -12.239 1.372 5.595
Si 1.386 4.03 5.383
Si -12.252 6.824 5.565
Si 1.347 9.523 5.392
Si -12.26 -4.084 5.61
Si -9.547 -1.335 5.56
Si -6.819 1.386 5.472
Si -9.531 4.09 5.498
Si -6.873 6.798 5.469
Si -9.578 -6.806 5.462
Si -6.847 -4.084 5.481
Si -4.087 -1.358 5.414
Si -1.375 1.313 5.348
Si -4.114 4.066 5.402
Si -1.397 6.799 5.431
Si -4.092 -6.786 5.459
Si -1.353 -4.105 5.367
Si 17.664 -1.269 5.42
Si 4.144 1.273 5.299
Si 17.669 4.104 5.462
Si 4.105 6.781 5.333
Si 17.678 9.565 5.436
Si 4.084 -4.06 5.305
Si 6.834 -1.353 5.219
Si 9.55 1.369 5.242
Si 6.841 4.042 5.342
Si 9.559 6.823 5.354
Si 6.836 -6.775 5.305
Si 9.558 -4.077 5.22
Si 12.276 -1.347 5.263
Si 14.936 1.373 5.341
Si 12.237 4.068 5.269
Si 14.957 6.824 5.366
Si 12.214 -6.763 5.34
Si 14.965 -3.986 5.38
Si 33.995 -1.345 5.404
Si 20.408 1.408 5.451
Si 33.987 4.061 5.434
Si 20.434 6.808 5.498
Si 34.048 9.547 5.455
Si 20.433 -4.025 5.549
Si 23.147 -1.373 5.526
Si 25.844 1.385 5.507
Si 23.143 4.083 5.433
Si 25.832 6.782 5.47
Si 23.208 -6.824 5.532
Si 25.884 -4.095 5.497
Si 28.606 -1.374 5.438
Si 31.267 1.32 5.432
Si 28.533 4.059 5.468
Si 31.272 6.807 5.486
Si 28.572 -6.796 5.505
Si 31.297 -4.074 5.522
Si 50.359 -1.433 5.464
Si 36.684 1.355 5.391
Si 50.324 4.001 5.431
Si 36.752 6.8 5.415
Si 50.298 9.477 5.504
Si 36.715 -4.068 5.384
Si 39.442 -1.381 5.355
Si 42.12 1.349 5.371
Si 39.398 4.08 5.375
Si 42.121 6.79 5.418
Si 39.47 -6.814 5.371
Si 42.146 -4.125 5.381
Si 44.886 -1.374 5.419
Si 47.583 1.322 5.441
Si 44.837 4.042 5.378
Si 47.542 6.755 5.465
Si 44.889 -6.83 5.419
Si 47.606 -4.131 5.457
Si -31.265 -1.343 5.563
Si 53.099 1.349 5.422
Si -31.291 4.137 5.598
Si 53.04 6.735 5.456
Si -31.293 9.54 5.583
Si 53.062 -4.08 5.531
Si -42.086 -1.299 5.414
Si -39.406 1.408 5.399
Si -42.178 4.079 5.418
Si -39.428 6.836 5.481
Si -42.132 -6.793 5.482
Si -39.398 -4.02 5.43
Si -36.698 -1.31 5.421
Si -34.004 1.403 5.49
Si -36.75 4.121 5.402
Si -34.047 6.844 5.517
Si -36.728 -6.766 5.472
Si -33.991 -4.025 5.529
Si -14.959 -1.367 5.677
Si -28.526 1.363 5.658
Si -14.963 4.111 5.611
Si -28.583 6.773 5.66
Si -14.963 -6.82 5.687
Si -28.541 -4.068 5.621
Si -25.8 -1.349 5.621
Si -23.143 1.307 5.679
Si -25.851 4.057 5.683
Si -23.104 6.764 5.732
Si -25.824 -6.77 5.757
Si -23.145 -4.081 5.711
Si -20.431 -1.372 5.754
Si -17.7 1.38 5.699
Si -20.374 3.999 5.735
Si -17.657 -9.562 5.718
Si -20.417 -6.856 5.732
Si -17.687 -4.068 5.749
Si 2.755 -0.062 6.658
Si -10.86 2.734 6.914
Si 2.751 5.421 6.708
Si -10.89 -8.139 6.91
Si 2.753 -5.435 6.699
Si -10.877 -2.722 6.934
Si -8.156 0.025 6.869
Si -5.443 2.729 6.816
Si -8.188 5.446 6.872
Si -5.452 -8.178 6.798
Si -8.196 -5.456 6.837
Si -5.445 -2.718 6.796
Si -2.71 -0.014 6.765
Si 0.006 2.668 6.714
Si -2.742 5.417 6.771
Si -0.007 8.162 6.756
Si -2.709 -5.428 6.779
Si 0.032 -2.745 6.703
Si 19.025 0.066 6.796
Si 5.464 2.677 6.673
Si 19.04 5.456 6.814
Si 5.476 -8.157 6.667
Si 19.045 -5.425 6.817
Si 5.466 -2.688 6.633
Si 8.19 -0.003 6.609
Si 10.887 2.719 6.649
Si 8.197 5.429 6.684
Si 10.89 -8.13 6.719
Si 8.207 -5.414 6.645
Si 10.901 -2.716 6.615
Si 13.591 0.002 6.688
Si 16.297 2.711 6.747
Si 13.584 5.434 6.677
Si 16.304 8.183 6.749
Si 13.599 -5.403 6.687
Si 16.321 -2.659 6.761
Si 35.347 0.006 6.778
Si 21.786 2.737 6.808
Si 35.366 5.44 6.768
Si 21.799 -8.165 6.849
Si 35.392 -5.412 6.804
Si 21.789 -2.692 6.898
Si 24.497 0.011 6.852
Si 27.204 2.728 6.861
Si 24.474 5.44 6.827
Si 27.209 -8.178 6.829
Si 24.54 -5.442 6.871
Si 27.246 -2.717 6.824
Si 29.942 -0.024 6.824
Si 32.63 2.7 6.787
Si 29.912 5.428 6.816
Si 32.667 8.173 6.803
Si 29.934 -5.441 6.86
Si 32.662 -2.686 6.821
Si 51.717 -0.023 6.773
Si 38.049 2.72 6.75
Si 51.662 5.389 6.798
Si 38.103 -8.151 6.766
Si 51.673 -5.464 6.833
Si 38.078 -2.713 6.747
Si 40.77 -0.009 6.741
Si 43.475 2.703 6.75
Si 40.756 5.429 6.763
Si 43.493 -8.169 6.768
Si 40.794 -5.455 6.766
Si 43.503 -2.745 6.747
Si 46.207 -0.009 6.8
Si 48.946 2.678 6.794
Si 46.174 5.394 6.784
Si 48.905 8.129 6.82
Si 46.219 -5.465 6.801
Si 48.962 -2.761 6.81
Si -29.918 -0.003 6.966
Si -43.52 2.731 6.803
Si -29.937 5.438 7.019
Si -43.522 -8.182 6.793
Si -29.919 -5.436 6.96
Si -43.477 -2.664 6.789
Si -40.745 0.038 6.79
Si -38.078 2.757 6.794
Si -40.808 5.437 6.784
Si -38.065 -8.14 6.839
Si -40.774 -5.395 6.796
Si -38.034 -2.691 6.804
Si -35.363 0.029 6.834
Si -32.642 2.723 6.901
Si -35.393 5.443 6.834
Si -32.66 8.163 6.912
Si -35.363 -5.415 6.849
Si -32.616 -2.713 6.915
Si -13.597 0.023 6.986
Si -27.194 2.708 7.052
Si -13.593 5.46 6.963
Si -27.22 -8.174 7.027
Si -13.601 -5.437 7.005
Si -27.181 -2.709 6.985
Si -24.473 -0.039 7.062
Si -21.783 2.671 7.063
Si -24.488 5.407 7.061
Si -21.769 -8.192 7.108
Si -24.48 -5.419 7.109
Si -21.781 -2.743 7.095
Si -19.051 0.008 7.071
Si -16.322 2.757 7.013
Si -19.022 5.393 7.072
Si -16.316 -8.175 7.06
Si -19.054 -5.464 7.073
Si -16.314 -2.71 7.071
Si 1.4 1.312 8.043
Si -12.227 4.08 8.297
Si 1.391 6.789 8.069
Si -12.225 -6.803 8.327
Si 1.393 -4.091 8.075
Si -12.232 -1.364 8.311
Si -9.501 1.366 8.26
Si -6.795 4.081 8.199
Si -9.529 6.8 8.254
Si -6.801 -6.813 8.175
Si -9.509 -4.099 8.255
Si -6.786 -1.364 8.19
Si -4.064 1.347 8.14
Si -1.338 4.051 8.088
Si -4.082 6.78 8.149
Si -1.352 -6.802 8.126
Si -4.065 -4.072 8.146
Si -1.32 -1.38 8.087
Si 17.659 1.397 8.146
Si 4.114 4.047 8.045
Si 17.668 6.832 8.124
Si 4.123 -6.801 8.042
Si 17.666 -4.044 8.122
Si 4.118 -1.374 8.047
Si 6.844 1.338 8.02
Si 9.554 4.076 8.042
Si 6.827 6.794 8.033
Si 9.524 -6.774 8.055
Si 6.832 -4.059 7.998
Si 9.541 -1.36 7.988
Si 12.231 1.364 8.036
Si 14.94 4.094 8.072
Si 12.25 6.808 8.054
Si 14.939 -6.769 8.076
Si 12.232 -4.056 8.036
Si 14.944 -1.322 8.097
Si 33.998 1.361 8.154
Si 20.409 4.092 8.157
Si 34.019 6.8 8.15
Si 20.416 -6.787 8.16
Si 34.021 -4.059 8.166
Si 20.388 -1.304 8.166
Si 23.13 1.378 8.184
Si 25.845 4.097 8.193
Si 23.135 6.792 8.202
Si 25.883 -6.809 8.211
Si 23.157 -4.078 8.204
Si 25.874 -1.359 8.181
Si 28.584 1.351 8.177
Si 31.291 4.071 8.156
Si 28.574 6.794 8.185
Si 31.31 -6.802 8.188
Si 28.584 -4.07 8.208
Si 31.303 -1.351 8.198
Si 50.32 1.325 8.13
Si 36.714 4.083 8.137
Si 50.292 6.77 8.141
Si 36.743 -6.794 8.142
Si 50.307 -4.104 8.178
Si 36.723 -1.352 8.127
Si 39.415 1.359 8.113
Si 42.121 4.07 8.119
Si 39.43 6.803 8.143
Si 42.147 -6.8 8.136
Si 39.427 -4.079 8.118
Si 42.141 -1.363 8.105
Si 44.834 1.36 8.133
Si 47.568 4.057 8.128
Si 44.831 6.78 8.136
Si 47.562 -6.816 8.171
Si 44.851 -4.086 8.135
Si 47.58 -1.376 8.137
Si -31.284 1.371 8.296
Si -44.898 4.061 8.167
Si -31.306 6.821 8.323
Si -44.883 -6.826 8.158
Si -31.278 -4.074 8.304
Si -44.864 -1.352 8.157
Si -42.145 1.372 8.143
Si -39.45 4.09 8.16
Si -42.169 6.786 8.151
Si -39.437 -6.775 8.166
Si -42.151 -4.054 8.147
Si -39.416 -1.345 8.156
Si -36.732 1.382 8.18
Si -34.021 4.092 8.227
Si -36.73 6.803 8.205
Si -34.017 -6.781 8.241
Si -36.714 -4.06 8.2
Si -34.001 -1.336 8.222
Si -14.963 1.372 8.353
Si -28.57 4.072 8.383
Si -14.937 -9.532 8.385
Si -28.579 -6.798 8.36
Si -14.959 -4.097 8.391
Si -28.555 -1.359 8.344
Si -25.83 1.345 8.41
Si -23.127 4.052 8.426
Si -25.855 6.788 8.401
Si -23.124 -6.806 8.451
Si -25.863 -4.057 8.419
Si -23.132 -1.383 8.454
Si -20.418 1.339 8.445
Si -17.664 4.066 8.437
Si -20.393 6.762 8.435
Si -17.686 -6.82 8.424
Si -20.409 -4.101 8.443
Si -17.685 -1.354 8.422
Si 0.05 -0.023 9.44
Si -13.582 2.728 9.688
Si 0.039 5.419 9.431
Si -13.577 -8.155 9.719
Si 0.037 -5.442 9.453
Si -13.582 -2.717 9.701
Si -10.851 -0.001 9.636
Si -8.129 2.722 9.594
Si -10.865 5.442 9.648
Si -8.136 -8.163 9.579
Si -10.853 -5.44 9.656
Si -8.129 -2.728 9.576
Si -5.407 -0.007 9.528
Si -2.683 2.704 9.478
Si -5.418 5.433 9.54
Si -2.698 -8.174 9.483
Si -5.417 -5.448 9.511
Si -2.678 -2.719 9.479
Si 16.3 0.02 9.471
Si 2.753 2.691 9.406
Si 16.306 5.447 9.448
Si 2.764 -8.165 9.411
Si 16.3 -5.421 9.449
Si 2.767 -2.731 9.422
Si 5.481 -0.006 9.397
Si 8.189 2.708 9.392
Si 5.475 5.423 9.395
Si 8.176 -8.157 9.403
Si 5.492 -5.432 9.385
Si 8.192 -2.711 9.376
Si 10.88 -0.009 9.385
Si 13.584 2.723 9.417
Si 10.894 5.447 9.413
Si 13.599 -8.151 9.43
Si 10.893 -5.423 9.413
Si 13.584 -2.71 9.422
Si 32.656 0.019 9.542
Si 19.036 2.741 9.501
Si 32.654 5.439 9.512
Si 19.035 -8.145 9.49
Si 32.662 -5.423 9.533
Si 19.029 -2.694 9.485
Si 21.758 0.03 9.532
Si 24.492 2.732 9.539
Si 21.759 5.442 9.533
Si 24.499 -8.16 9.543
Si 21.773 -5.435 9.521
Si 24.511 -2.71 9.546
Si 27.228 0.001 9.54
Si 29.943 2.717 9.528
Si 27.216 5.447 9.545
Si 29.941 -8.164 9.539
Si 27.228 -5.436 9.563
Si 29.946 -2.71 9.555
Si 48.937 -0.009 9.49
Si 35.354 2.733 9.508
Si 48.915 5.427 9.491
Si 35.374 -8.149 9.506
Si 48.924 -5.448 9.521
Si 35.375 -2.697 9.519
Si 38.062 0.016 9.498
Si 40.768 2.718 9.49
Si 38.065 5.447 9.504
Si 40.783 -8.15 9.501
Si 38.083 -5.425 9.506
Si 40.776 -2.705 9.481
Si 43.479 0.001 9.491
Si 46.195 2.721 9.488
Si 43.469 5.435 9.495
Si 46.186 -8.175 9.501
Si 43.488 -5.43 9.5
Si 46.207 -2.718 9.496
Si -32.645 -0.01 9.624
Si -46.272 2.702 9.501
Si -32.664 5.425 9.636
Si -46.277 -8.168 9.497
Si -32.648 -5.449 9.631
Si -46.249 -2.715 9.495
Si -43.517 0.016 9.501
Si -40.807 2.726 9.518
Si -43.546 5.44 9.508
Si -40.811 -8.159 9.497
Si -43.53 -5.429 9.485
Si -40.792 -2.706 9.507
Si -38.079 0.004 9.538
Si -35.372 2.712 9.572
Si -38.1 5.436 9.539
Si -35.37 -8.169 9.577
Si -38.081 -5.435 9.539
Si -35.35 -2.72 9.571
Si -16.312 0.016 9.748
Si -29.931 2.698 9.708
Si -16.298 5.439 9.768
Si -29.938 -8.165 9.709
Si -16.321 -5.448 9.766
Si -29.918 -2.732 9.687
Si -27.207 -0.016 9.747
Si -24.484 2.699 9.796
Si -27.21 5.426 9.762
Si -24.503 -8.174 9.784
Si -27.221 -5.449 9.745
Si -24.501 -2.73 9.81
Si -21.767 -0.021 9.814
Si -19.044 2.707 9.788
Si -21.77 5.416 9.793
Si -19.045 -8.179 9.792
Si -21.77 -5.449 9.817
Si -19.045 -2.723 9.789
Si 1.418 -1.373 10.799
Si -12.208 1.351 11.013
Si 1.41 4.06 10.783
Si -12.208 -9.531 11.048
Si 1.41 -6.811 10.786
Si -12.208 -4.084 11.032
Si -9.481 -1.378 10.964
Si -6.756 1.341 10.916
Si -9.483 4.07 10.976
Si -6.761 -9.529 10.917
Si -9.477 -6.815 10.976
Si -6.754 -4.097 10.908
Si -4.027 -1.369 10.865
Si -1.304 1.341 10.814
Si -4.032 4.059 10.858
Si -1.307 6.781 10.808
Si -4.041 -6.812 10.857
Si -1.309 -4.08 10.827
Si 17.66 -1.34 10.827
Si 4.128 1.351 10.771
Si 17.67 4.109 10.833
Si 4.127 -9.532 10.763
Si 17.662 -6.776 10.815
Si 4.138 -4.088 10.768
Si 6.841 -1.362 10.756
Si 9.538 1.348 10.759
Si 6.834 4.068 10.761
Si 9.533 -9.513 10.771
Si 6.833 -6.793 10.768
Si 9.539 -4.062 10.767
Si 12.228 -1.355 10.777
Si 14.937 1.382 10.805
Si 12.244 4.09 10.781
Si 14.956 6.812 10.799
Si 12.242 -6.79 10.786
Si 14.936 -4.068 10.796
Si 34.017 -1.34 10.891
Si 20.391 1.388 10.873
Si 34.006 4.087 10.888
Si 20.389 -9.503 10.856
Si 34.022 -6.789 10.881
Si 20.397 -4.059 10.833
Si 23.127 -1.343 10.874
Si 25.862 1.368 10.881
Si 23.128 4.089 10.886
Si 25.859 -9.512 10.896
Si 23.129 -6.791 10.878
Si 25.859 -4.073 10.91
Si 28.585 -1.347 10.909
Si 31.3 1.376 10.904
Si 28.587 4.08 10.882
Si 31.301 6.792 10.889
Si 28.588 -6.802 10.907
Si 31.305 -4.069 10.905
Si 50.297 -1.359 10.849
Si 36.707 1.377 10.873
Si 50.273 4.071 10.844
Si 36.715 -9.512 10.877
Si 50.283 -6.807 10.866
Si 36.729 -4.062 10.875
Si 39.426 -1.338 10.859
Si 42.13 1.37 10.862
Si 39.419 4.085 10.865
Si 42.132 -9.509 10.862
Si 39.431 -6.785 10.871
Si 42.13 -4.056 10.854
Si 44.849 -1.346 10.853
Si 47.561 1.364 10.833
Si 44.84 4.086 10.852
Si 47.556 6.793 10.849
Si 44.841 -6.793 10.855
Si 47.566 -4.068 10.862
Si -31.295 -1.369 11.017
Si -44.906 1.353 10.852
Si -31.299 4.075 11.028
Si -44.92 -9.518 10.851
Si -31.305 -6.794 11.036
Si -44.903 -4.08 10.844
Si -42.176 -1.358 10.853
Si -39.463 1.352 10.88
Si -42.19 4.079 10.862
Si -39.473 -9.524 10.874
Si -42.183 -6.799 10.837
Si -39.456 -4.081 10.873
Si -36.728 -1.371 10.905
Si -34.016 1.35 10.956
Si -36.748 4.069 10.907
Si -34.026 6.795 10.968
Si -36.741 -6.809 10.912
Si -34.012 -4.084 10.965
Si -14.942 -1.365 11.075
Si -28.573 1.344 11.097
Si -14.934 4.06 11.095
Si -28.577 -9.52 11.098
Si -14.941 -6.806 11.104
Si -28.584 -4.088 11.091
Si -25.863 -1.362 11.15
Si -23.126 1.344 11.172
Si -25.852 4.069 11.146
Si -23.141 -9.537 11.149
Si -25.864 -6.799 11.135
Si -23.14 -4.091 11.178
Si -20.405 -1.378 11.177
Si -17.677 1.345 11.138
Si -20.406 4.064 11.155
Si -17.666 6.791 11.139
Si -20.411 -6.818 11.164
Si -17.678 -4.086 11.139
Si 2.786 -0.008 12.149
Si -10.831 2.702 12.354
Si 2.783 5.425 12.134
Si -10.82 -8.166 12.372
Si 2.78 -5.449 12.129
Si -10.827 -2.726 12.362
Si -8.101 -0.024 12.298
Si -5.377 2.706 12.245
Si -8.097 5.43 12.304
Si -5.378 -8.167 12.247
Si -8.101 -5.446 12.301
Si -5.372 -2.738 12.24
Si -2.653 -0.005 12.202
Si 0.065 2.703 12.162
Si -2.649 5.421 12.184
Si 0.065 8.143 12.156
Si -2.659 -5.447 12.191
Si 0.063 -2.721 12.178
Si 19.02 0.009 12.193
Si 5.486 2.71 12.138
Si 19.023 5.467 12.207
Si 5.48 -8.166 12.126
Si 19.031 -5.425 12.167
Si 5.497 -2.723 12.127
Si 8.19 -0.007 12.133
Si 10.889 2.715 12.12
Si 8.181 5.436 12.128
Si 10.889 -8.157 12.144
Si 8.196 -5.433 12.131
Si 10.89 -2.719 12.155
Si 13.584 0.001 12.142
Si 16.307 2.731 12.165
Si 13.606 5.442 12.152
Si 16.309 8.174 12.165
Si 13.6 -5.439 12.163
Si 16.294 -2.711 12.156
Si 35.35 0.035 12.258
Si 21.755 2.746 12.232
Si 35.359 5.453 12.251
Si 21.753 -8.145 12.21
Si 35.371 -5.416 12.243
Si 21.752 -2.714 12.203
Si 24.488 0.021 12.228
Si 27.231 2.722 12.233
Si 24.496 5.446 12.235
Si 27.217 -8.163 12.258
Si 24.482 -5.439 12.245
Si 27.215 -2.702 12.259
Si 29.944 0.018 12.265
Si 32.652 2.736 12.27
Si 29.943 5.429 12.253
Si 32.662 8.162 12.238
Si 29.939 -5.429 12.257
Si 32.657 -2.691 12.256
Si 51.646 0.004 12.209
Si 38.057 2.739 12.241
Si 51.62 5.45 12.191
Si 38.069 -8.145 12.235
Si 51.639 -5.419 12.203
Si 38.067 -2.683 12.236
Si 40.771 0.026 12.236
Si 43.491 2.737 12.226
Si 40.774 5.457 12.221
Si 43.484 -8.139 12.222
Si 40.777 -5.406 12.227
Si 43.486 -2.692 12.219
Si 46.204 0.028 12.209
Si 48.9 2.729 12.2
Si 46.194 5.449 12.213
Si 48.902 8.16 12.211
Si 46.196 -5.423 12.207
Si 48.927 -2.698 12.212
Si -29.939 -0.042 12.423
Si -43.562 2.718 12.203
Si -29.946 5.421 12.428
Si -43.566 -8.137 12.19
Si -29.952 -5.453 12.435
Si -43.556 -2.711 12.196
Si -40.832 -0.013 12.225
Si -38.113 2.702 12.248
Si -40.848 5.443 12.225
Si -38.119 -8.177 12.242
Si -40.834 -5.449 12.202
Si -38.09 -2.751 12.241
Si -35.374 -0.037 12.286
Si -32.653 2.68 12.348
Si -35.395 5.411 12.287
Si -32.673 8.143 12.355
Si -35.381 -5.469 12.289
Si -32.653 -2.749 12.358
Si -13.551 -0.01 12.397
Si -27.219 2.696 12.49
Si -13.562 5.429 12.426
Si -27.225 -8.163 12.491
Si -13.564 -5.42 12.424
Si -27.232 -2.742 12.483
Si -24.493 -0.018 12.528
Si -21.762 2.709 12.533
Si -24.494 5.428 12.529
Si -21.794 -8.171 12.52
Si -24.514 -5.449 12.533
Si -21.779 -2.731 12.547
Si -19.034 -0.007 12.525
Si -16.297 2.704 12.475
Si -19.035 5.428 12.5
Si -16.305 -8.156 12.486
Si -19.048 -5.443 12.509
Si -16.3 -2.707 12.469
Si 1.434 1.351 13.519
Si -12.178 4.051 13.742
Si 1.442 6.791 13.507
Si -12.172 -6.788 13.736
Si 1.444 -4.089 13.507
Si -12.176 -1.368 13.742
Si -9.459 1.319 13.68
Si -6.724 4.051 13.632
Si -9.432 -9.539 13.695
Si -6.718 -6.808 13.631
Si -9.448 -4.094 13.689
Si -6.723 -1.396 13.628
Si -4.006 1.345 13.583
Si -1.283 4.063 13.533
Si -3.993 6.772 13.56
Si -1.282 9.51 13.523
Si -4.001 -4.101 13.582
Si -1.283 -1.355 13.554
Si 17.651 1.365 13.534
Si 4.14 4.074 13.508
Si 17.664 6.84 13.55
Si 4.131 -6.806 13.492
Si 17.667 -4.063 13.499
Si 4.159 -1.361 13.503
Si 6.845 1.352 13.504
Si 9.534 4.066 13.482
Si 6.828 -9.528 13.498
Si 9.545 -6.787 13.508
Si 6.849 -4.076 13.5
Si 9.533 -1.361 13.515
Si 12.241 1.369 13.494
Si 14.966 4.092 13.526
Si 12.25 6.802 13.504
Si 14.959 9.523 13.532
Si 12.251 -4.08 13.525
Si 14.935 -1.358 13.511
Si 33.993 1.379 13.649
Si 20.392 4.12 13.569
Si 33.996 6.801 13.623
Si 20.375 -6.782 13.541
Si 34.021 -4.044 13.607
Si 20.375 -1.361 13.543
Si 23.123 1.383 13.574
Si 25.872 4.084 13.574
Si 23.122 -9.502 13.557
Si 25.845 -6.802 13.601
Si 23.094 -4.078 13.572
Si 25.844 -1.329 13.595
Si 28.588 1.386 13.615
Si 31.295 4.085 13.642
Si 28.57 6.776 13.605
Si 31.305 9.523 13.594
Si 28.577 -4.061 13.612
Si 31.304 -1.33 13.629
Si 50.262 1.37 13.542
Si 36.707 4.096 13.624
Si 50.254 6.797 13.565
Si 36.715 -6.786 13.605
Si 50.289 -4.05 13.57
Si 36.711 -1.318 13.608
Si 39.413 1.389 13.608
Si 42.142 4.117 13.584
Si 39.421 -9.509 13.595
Si 42.135 -6.764 13.582
Si 39.427 -4.035 13.594
Si 42.147 -1.319 13.594
Si 44.861 1.391 13.592
Si 47.549 4.092 13.574
Si 44.852 6.827 13.572
Si 47.547 9.539 13.563
Si 44.846 -4.057 13.57
Si 47.574 -1.317 13.561
Si -31.315 1.316 13.751
Si 52.98 4.089 13.528
Si -31.322 6.803 13.747
Si 52.995 -6.778 13.551
Si -31.318 -4.092 13.777
Si 53.001 -1.359 13.564
Si -42.221 1.345 13.559
Si -39.506 4.056 13.576
Si -42.221 -9.494 13.551
Si -39.494 -6.811 13.571
Si -42.214 -4.095 13.534
Si -39.477 -1.402 13.56
Si -36.755 1.324 13.599
Si -34.031 4.049 13.654
Si -36.778 6.77 13.609
Si -34.043 9.503 13.691
Si -36.762 -4.132 13.626
Si -34.043 -1.406 13.684
Si -14.909 1.318 13.786
Si -28.598 4.062 13.827
Si -14.927 6.779 13.803
Si -28.601 -6.796 13.834
Si -14.91 -4.051 13.811
Si -28.611 -1.401 13.835
Si -25.862 1.336 13.879
Si -23.127 4.065 13.902
Si -25.861 -9.511 13.877
Si -23.156 -6.811 13.902
Si -25.885 -4.077 13.886
Si -23.146 -1.373 13.921
Si -20.4 1.35 13.9
Si -17.672 4.053 13.847
Si -20.411 6.789 13.855
Si -17.674 -6.793 13.859
Si -20.41 -4.096 13.899
Si -17.657 -1.369 13.871
Si 0.086 0.01 14.908
Si -13.517 2.665 15.109
Si 0.103 5.42 14.867
Si -13.535 8.176 15.089
Si 0.108 -5.465 14.867
Si -13.528 -2.678 15.158
Si -10.776 -0.049 15.091
Si -8.074 2.675 14.999
Si -10.775 5.403 15.06
Si -8.045 -8.17 15.019
Si -10.792 -5.435 15.088
Si -8.058 -2.752 15.028
Si -5.353 -0.025 14.951
Si -2.637 2.719 14.916
Si -5.326 5.414 14.948
Si -2.631 8.149 14.889
Si -5.351 -5.445 14.975
Si -2.63 -2.731 14.911
Si 16.296 -0.019 14.881
Si 2.8 2.706 14.878
Si 16.305 5.474 14.889
Si 2.803 8.15 14.875
Si 16.358 -5.44 14.863
Si 2.805 -2.72 14.858
Si 5.519 -0.016 14.885
Si 8.187 2.724 14.869
Si 5.489 5.43 14.888
Si 8.183 -8.156 14.847
Si 5.479 -5.433 14.843
Si 8.193 -2.728 14.893
Si 10.883 0.023 14.856
Si 13.629 2.69 14.86
Si 10.911 5.4 14.835
Si 13.588 8.167 14.886
Si 10.902 -5.441 14.896
Si 13.612 -2.726 14.891
Si 32.617 0.042 15.036
Si 19.008 2.742 14.874
Si 32.644 5.443 15.012
Si 19.022 8.2 14.92
Si 32.659 -5.418 14.941
Si 18.995 -2.72 14.889
Si 21.739 0.003 14.879
Si 24.494 2.754 14.918
Si 21.752 5.502 14.924
Si 24.477 -8.177 14.939
Si 21.711 -5.434 14.918
Si 24.453 -2.701 14.905
Si 27.209 0.041 14.951
Si 29.942 2.723 15.015
Si 27.232 5.395 14.975
Si 29.946 8.138 14.929
Si 27.205 -5.433 14.944
Si 29.94 -2.695 14.968
Si 48.933 0.029 14.942
Si 35.343 2.75 15.006
Si 48.888 5.453 14.944
Si 35.355 8.168 14.971
Si 48.913 -5.413 14.899
Si 35.333 -2.642 14.982
Si 38.054 0.036 14.987
Si 40.773 2.779 14.945
Si 38.078 5.453 14.98
Si 40.779 -8.13 14.934
Si 38.062 -5.395 14.946
Si 40.788 -2.671 14.958
Si 43.495 0.056 14.963
Si 46.221 2.744 14.97
Si 43.508 5.48 14.944
Si 46.183 8.203 14.941
Si 43.489 -5.4 14.949
Si 46.204 -2.667 14.898
Si -32.679 -0.082 15.074
Si 51.592 2.761 14.873
Si -32.701 5.411 15.04
Si 51.618 8.186 14.881
Si -32.698 -5.471 15.094
Si 51.638 -2.683 14.949
Si 54.342 0 14.928
Si -40.87 2.686 14.921
Si 54.324 5.459 14.871
Si -40.888 -8.127 14.922
Si 54.325 -5.397 14.916
Si -40.838 -2.782 14.888
Si -38.124 -0.057 14.916
Si -35.385 2.651 14.965
Si -38.163 5.409 14.934
Si -35.432 8.117 14.989
Si -38.135 -5.503 14.963
Si -35.407 -2.803 15.007
Si -16.246 -0.018 15.204
Si -29.968 2.66 15.149
Si -16.295 5.416 15.175
Si -29.988 8.156 15.159
Si -16.295 -5.389 15.17
Si -29.974 -2.766 15.206
Si -27.237 -0.059 15.204
Si -24.498 2.693 15.258
Si -27.245 5.441 15.204
Si -24.524 -8.15 15.292
Si -27.273 -5.423 15.239
Si -24.536 -2.726 15.287
Si -21.768 -0.004 15.274
Si -19.013 2.698 15.258
Si -21.737 5.427 15.25
Si -19.068 -8.155 15.21
Si -21.79 -5.449 15.269
Si -19.034 -2.721 15.243
O 0.903 -1.571 23.23
O -0.667 -3.603 22.875
O 2.748 0.077 22.282
O 4.333 2.051 23.123
O -5.253 3.064 -5.139
O -3.221 2.964 25.178
O 1.498 3.989 23.226
O 3.854 6.153 22.897
O -1.876 6.867 23.109
O 9.629 7.09 23.169
O 0.496 1.752 24.388
O 3.921 -4.589 23.053
O -10.763 -2.904 22.311
O -9.145 -1.408 23.645
O -6.873 1.006 23.405
O -5.171 2.697 22.259
O 6.897 -0.947 23.288
O -4.091 7.399 -4.026
O -15.804 -8.181 -7.148
O -5.496 -4.744 -3.354
O -9.128 4.329 23.233
O -15.018 -5.848 -6.262
O -9.46 -6.959 23.283
O -7.783 -2.795 26.237
O -5.058 -2.807 22.234
O -10.353 -0.073 -5.85
O -1.956 1.064 22.61
O -0.022 2.63 21.766
O -1.438 7.895 25.474
O -3.231 4.329 22.93
O -7.864 5.285 25.364
O -1.353 -0.193 24.766
O -3.966 -6.729 23.06
O -3.629 -7.088 -5.786
O -9.335 4.835 -6.844
O -13.441 -7.859 -5.797
O -8.752 -8.021 -3.363
O -0.939 3.9 24.183
O -2.88 2.707 -6.25
O 1.873 -6.232 22.91
O -2.123 -0.16 -2.996
O -5.445 -0.226 -3.604
O 1.737 1.698 -5.464
O -0.339 -2.817 25.386
O -6.463 -0.556 -6.122
O -4.12 1.291 -1.967
O -2.048 -4.179 -3.993
O -15.958 5.798 -6.118
O -5.382 7.563 22.441
O -1.689 7.574 -5.019
O -2.639 5.513 25.219
O -7.554 -5.305 25.521
O -0.757 4.027 -2.467
O -16.713 3.088 -3.078
O -8.162 1.663 25.67
O -6.641 -0.491 25.673
O -5.422 5.508 -0.475
O 1.48 -1.652 -1.512
O -13.062 6.496 -4.153
O 3.05 5.554 25.377
O -11.337 0.266 -3.453
O 1.87 4.239 -5.906
O 0.147 -8.063 22.17
O -13.41 7.918 -0.721
O -11.932 1.984 -5.591
O -11.023 -5.452 -0.34
O -14.76 -2.052 -0.914
O 3.021 -5.817 25.223
O -8.659 -7.866 25.659
O 47.126 7.041 -1.531
O -2.42 -6.735 -3.452
O -36.329 2.973 -5.976
O 22.872 -7.849 -5.509
O 0.015 -7.325 -6.373
O -12.756 -3.714 -1.286
O -37.266 -1.308 -4.15
O 18.893 -7.723 -0.213
O -1.224 0.678 -5.295
O 6.64 3.22 22.776
O -10.023 6.028 -3.314
O -11.03 8.045 -4.704
O -28.025 -8.032 25.507
O -15.256 7.59 -2.606
O -16.044 -1.544 -4.339
O -10.889 7.481 24.757
O -11.706 1.302 -1.101
O 45.314 0.091 -3.625
O 1.441 2.725 -3.065
O -16.697 -3.736 -6.575
O -9.873 -0.654 -1.299
O -8.693 6.885 -5.469
O -13.745 2.766 -0.299
O 1.342 4.635 -1.152
O -11.727 6.025 -1.27
O 19.279 3.71 24.698
O -1.429 6.183 -1.221
O 2.54 -2.458 -3.65
O -0.04 0.04 -0.343
O -9.613 2.018 -4.316
O -2.013 -1.773 -5.119
O -6.566 0.721 -1.285
O -8.258 2.588 -0.428
O -18.31 -5.894 -4.829
O -7.339 7.182 -1.35
O -9.066 -7.156 -0.987
O 19.771 1.278 -7.021
O -8.242 -2.599 -0.403
O -6.532 -4.469 -1.05
O 44.767 -2.069 25.508
O -4.746 -1.174 -1.276
O -7.924 0.06 -4.043
O -6.794 -6.761 -2.302
O -3.169 4.13 -1.117
O 2.699 2.632 -0.371
O -32.073 -8.075 -2.509
O -4.495 -6.158 -1.276
O -2.825 -8.088 -0.412
O -0.472 3.159 -5.357
O -2.919 -2.852 -0.501
O 16.979 -0.732 23.157
O 14.64 -4.51 23.496
O 19.045 0.06 21.939
O 20.783 1.431 23.172
O 17.37 3.738 22.814
O 11.065 -7.924 24.988
O 19.041 5.501 21.996
O 20.876 7.194 22.83
O 14.641 6.196 22.928
O 17.782 -2.475 -5.984
O 17.918 -4.566 24.852
O 19.973 -3.612 23.418
O 5.513 -2.772 22.136
O 9.144 1.114 22.846
O 10.965 2.753 22.075
O 12.255 3.574 -6.347
O 19.25 -6.694 25.527
O 12.146 6.544 23.572
O 10.522 -3.601 22.399
O 24.791 3.977 -2.547
O -42.039 6.641 23.505
O 31.566 -4.072 23.322
O 12.122 -1.205 26.114
O 13.699 0.01 22.108
O 15.616 1.56 22.834
O 7.247 -6.663 -5.851
O 12.942 4.175 23.038
O 13.799 5.401 25.284
O 9.715 -7.228 -6.416
O 13.359 -5.668 21.762
O 29.727 2.376 -3.186
O 23.938 -4.616 25.672
O 0.561 -8.11 -3.844
O 5.502 6.313 24.956
O 7.466 8.073 -3.69
O -10.708 2.684 22.197
O 9.483 6.437 -6.806
O 19.161 -6.966 -7.104
O 17.89 -6.647 23.275
O 14.593 -1.737 -3.126
O -25.101 -2.047 -3.899
O 14.231 -6.091 25.634
O 16.792 -5.636 -0.25
O 11.864 7.721 -3.392
O 18.928 -2.123 25.438
O 16.642 -6.92 25.639
O 11.318 5.309 -4.491
O 16.008 1.245 -3.943
O 15.527 -3.734 -1.49
O 46.495 -3.029 -0.365
O 11.127 0.561 24.535
O 18.308 6.791 -2.238
O 10.333 5.857 25.376
O 22.598 0.225 24.581
O 6.27 1.239 24.611
O 33.942 1.737 24.591
O 15.623 0.347 25.156
O 10.862 5.46 -0.661
O 9.619 3.974 -5.958
O 13.769 0.256 -4.738
O 13.655 -6.744 -3.561
O 1.334 5.323 -3.59
O 0.722 6.56 -5.8
O 14.296 -2.124 -5.718
O -9.564 -0.391 26.201
O -41.006 -5.556 21.979
O -16.373 2.736 22.958
O 16.24 8.056 22.136
O 5.111 5.789 -0.534
O -29.103 -4.298 -6.32
O 13.22 -2.716 -1.08
O 5.437 -5.582 -0.64
O 6.766 -1.102 -1.678
O 8.91 -6.589 -2.299
O 3.892 7.413 -7.317
O 20.282 -4.302 25.935
O 3.879 1.941 -3.848
O 5.472 -8.182 22.197
O 43.605 -5.467 -0.407
O 16.76 3.986 25.249
O 18.486 -5.396 -2.539
O 34.239 -1.116 -4.67
O 15.935 6.777 -3.467
O -40.551 4.379 24.371
O 3.508 -4.076 -1.679
O 5.501 -0.169 -3.696
O 25.116 -6.437 -5.603
O -40.787 -7.49 -6.049
O 11.048 2.764 -4.088
O 36.912 -4.665 -1.405
O -25.654 -0.532 -6.125
O -30.063 -6.541 25.468
O -17.773 1.865 -0.968
O 16.851 -7.425 -2.269
O 22.484 3.685 -3.853
O 5.073 5.066 -6.595
O 36.298 -4.547 22.819
O 4.336 0.831 -1.461
O 5.231 -6.815 -4.147
O 14.888 2.259 -1.287
O -28.407 6.07 -0.976
O 40.953 5.786 -3.606
O 10.389 1.69 -1.554
O 17.889 4.308 -1.687
O 2.964 7.77 -0.459
O 21.225 7.397 -3.777
O 26.811 -3.118 22.055
O 17.967 2.716 -4.6
O 16.476 0.156 -0.549
O -48.333 4.24 26.099
O 10.304 0.349 -3.704
O 34.853 5.323 -5.066
O 8.032 2.292 -0.699
O -35.249 -1.017 22.65
O 6.996 4.37 -1.715
O 9.072 7.199 -1.627
O 6.892 -7.726 -1.179
O 20.747 7.059 25.419
O 16.043 -5.464 -3.687
O 8.253 -2.889 -0.604
O 10.163 -4.504 -1.49
O 7.406 -2.11 -4.093
O -40.674 -4.114 25.881
O 8.857 -4.426 -3.798
O 12.567 3.526 -1.347
O 16.067 6.699 -0.894
O 8.159 5.302 22.1
O 12.043 -6.765 -1.453
O 13.878 8.112 -0.423
O 21.462 2.501 25.411
O -42.198 -1.577 -5.995
O 33.983 -2.12 22.975
O -29.183 -2.667 -3.133
O 35.323 -0.008 22.151
O 36.183 1.028 25.711
O 34.055 4.162 23.456
O 27.368 4.914 25.349
O 35.689 5.864 22.275
O -26.044 2.629 -2.439
O 31.253 6.618 23.388
O 35.616 -5.56 25.146
O -47.987 -4.867 -5.712
O -19.163 2.159 -3.12
O 21.944 -2.333 22.192
O 24.082 -0.419 22.057
O 25.462 1.377 23.176
O 26.592 3.564 22.596
O 38.045 -4.584 24.795
O 27.402 -5.926 -6.823
O 29.529 -6.17 24.675
O 19.099 -4.735 -5.756
O 18.328 5.167 -4.227
O 27.317 -7.185 25.561
O 23.207 -7.066 22.931
O 24.742 -5.139 22.041
O 39.634 -1.444 -1.499
O 28.702 -1.661 23.047
O 30.487 1.256 23.297
O 32.631 2.363 22.321
O 27.941 -2.464 -3.827
O 28.829 4.753 23.116
O 29.951 5.412 25.337
O 29.15 2.927 24.967
O 27.771 -6.934 22.879
O 29.78 -5.459 22.023
O 28.927 -4.252 -5.519
O 30.124 -1.456 25.13
O -40.376 -3.495 -5.824
O 24.425 -7.94 -3.506
O 38.638 0.465 25.013
O 23.856 3.506 23.003
O 30.751 1.058 25.875
O 33.604 7.631 -4.38
O 32.633 -8.014 22.092
O 23.314 -5.583 -3.94
O 27.993 -1.236 -1.445
O 32.229 -6.618 -3.218
O 48.926 2.148 22.145
O 26.02 -0.823 -3.277
O 25.258 0.712 -1.405
O 28.079 4.662 -6.523
O 25.383 7.655 23.139
O 31.505 -4.691 -1.424
O 21.514 4.911 24.136
O 29.035 7.604 24.271
O 36.1 -4.243 -3.886
O -47.861 6.408 -5.15
O 39.443 -2.044 25.54
O 35.633 3.157 -3.685
O 20.827 -1.026 -2.999
O 17.384 4.319 -6.589
O -16.792 -1.512 24.338
O 27.06 5.464 -0.375
O 28.689 -3.66 24.885
O 35.343 -2.746 -0.515
O 34.504 -7.91 25.489
O 14.577 2.345 -6.055
O 20.976 3.528 -6.037
O -20.302 6.994 23.345
O 42.551 1.218 -1.212
O 42.7 -4.455 -7.354
O -42.493 -1.564 -1.5
O -26.086 -7.073 23.773
O 31.533 3.484 -1.745
O 20.354 -2.364 -5.851
O 22.893 5.915 -2.49
O -33.998 -7.726 -5.856
O 27.509 -1.35 25.296
O -5.626 1.945 25.559
O 21.803 -5.438 -0.386
O 22.72 -2.918 -3.242
O 18.961 -3.098 -3.69
O -34.903 -3.314 -5.78
O 35.854 -2.947 24.795
O 18.614 0.568 -3.219
O 24.307 -7.209 25.231
O -13.439 0.443 25.34
O 15.816 4.423 -4.589
O 31.765 3.162 24.621
O 33.611 -4.383 -2.969
O 23.609 3.431 -6.152
O 32.059 -7.118 -5.775
O 31.921 -4.635 -6.585
O -28.591 -3.625 23.754
O 23.453 -0.34 -3.243
O 22.406 -3.897 -5.646
O -28.929 1.788 23.582
O 33.354 1.631 -2.424
O -46.924 -4.395 24.85
O 20.622 7.366 -6.281
O -39.38 6.727 22.977
O 39.185 3.762 -1.659
O -1.617 -4.92 -1.522
O 20.458 0.803 -1.27
O 42.277 -6.281 23.45
O 29.774 2.044 -0.532
O -22.935 0.559 23.25
O 24.612 -2.802 -0.354
O -47.518 -2.57 23.008
O 19.195 2.75 -0.205
O 34.002 3.958 -1.241
O 21.003 7.298 -1.167
O -38.137 5.556 -0.487
O 37.018 6.263 -1.224
O -46.025 7.883 -0.407
O 33.822 -0.898 -1.544
O 9.64 -1.388 23.34
O -29.64 -5.704 22.85
O 28.387 0.168 -3.634
O 24.504 2.709 -0.004
O 6.198 2.139 -2.693
O -39.58 -4.026 23.396
O 22.533 3.782 -1.195
O 25.423 7.236 -1.315
O 23.559 -7.247 -1.127
O 32.047 -2.077 -5.641
O 27.707 -5.042 -3.311
O -12.175 -6.653 24.929
O 28.485 -6.461 -1.28
O 44.658 5.996 24.589
O -47.279 1.726 24.186
O -28.54 2.31 -3.41
O 25.983 -6.608 -1.974
O -34.928 -1.018 -2.912
O 29.019 4.293 -1.416
O 32.317 5.811 -0.3
O 24.402 5.632 21.786
O -16.73 -5.05 -0.211
O -16.983 0.65 -5.657
O -11.204 -0.066 24.115
O 29.838 -2.866 -0.492
O -46.479 -0.239 22.688
O 47.811 -3.564 23.17
O 44.347 1.03 -5.742
O -43.146 3.066 21.991
O -48.01 4.106 23.31
O -2.465 2.341 -3.722
O -46.26 5.617 22.231
O -44.523 7.317 23.132
O 46.609 6.825 22.795
O 11.53 -0.824 -1.633
O 48.565 -5.364 24.94
O -45.732 -4.525 22.591
O 38.068 -2.742 22.083
O 39.755 -1.023 23.133
O 41.971 1.176 23.12
O 43.727 2.88 22.246
O -41.433 -5.491 -4.453
O -6.754 -2.418 -4.196
O 42.486 7.441 23.167
O 38.061 -5.521 -6.685
O 3.32 6.27 -5.064
O 44.885 4.066 -1.486
O 39.282 -6.358 23.225
O 43.499 -2.58 21.957
O -2.633 -3.839 -6.53
O 45.245 -1.11 23.102
O 46.525 1.331 22.858
O -25.025 -6.801 -3.821
O 47.168 5.882 25.107
O 46.018 8.114 25.988
O 43.047 -6.573 -4.149
O -32.892 2.859 21.851
O 44.596 -7.336 22.849
O 46.208 -5.386 22.154
O 43.145 5.61 -6.694
O 9.427 -2.721 -5.7
O 40.692 -4.936 25.036
O 40.934 8.042 -0.585
O 43.036 1.577 -3.664
O 38.84 4.172 23.172
O 47.967 -6.228 -7.02
O -44.952 -7.544 -7.047
O -47.584 -6.386 23.222
O -34.536 8.112 -3.465
O -47.187 6.766 25.745
O 47.418 3.51 -2.15
O -47.829 -5.36 -3.223
O 46.386 0.085 25.096
O 36.691 -1.356 -5.433
O 38.79 -0.264 -6.538
O 42.085 3.679 -2.277
O -31.149 2.544 -6.904
O 48.468 -4.683 -1.128
O -45.748 1.992 -5.036
O -27.575 4.694 -2.976
O 45.802 -6.677 -1.079
O -23.25 -7.058 -1.916
O 32.68 0.569 -5.916
O 48.769 5.545 -2.901
O 41.181 -0.12 25.184
O 40.172 3.974 25.406
O 39.619 3.706 -4.31
O 38.922 -7.99 -6.827
O 33.131 3.948 -3.699
O -45.462 0.78 -1.392
O 34.405 -0.818 25.16
O 41.39 7.538 -6.498
O 43.583 7.425 -5.008
O 45.212 -7.013 -5.768
O 38.24 8.105 -2.593
O 6.451 -1.122 25.919
O 38.954 -1.046 -4.118
O -48.245 3.048 -5.15
O -45.859 -6.447 -4.795
O 48.778 -8.107 22.153
O -26.418 -3.104 25.129
O 34.053 2.934 -5.839
O 0.585 6.303 26.032
O -26.615 -5.394 -6.383
O 38.136 -5.786 -3.527
O 41.027 -2.387 -3.398
O -30.884 1.223 -2.6
O 40.513 1.718 -2.846
O -20.754 -1.485 -1.133
O -45.335 7.194 -5.018
O 5.782 7.366 -5.528
O -33.422 -3.429 -3.668
O -42.6 -2.986 24.708
O 48.147 2.301 24.586
O 47.728 -6.509 -2.804
O -37.026 6.575 24.092
O 45.267 4.247 -6.034
O -23.687 1.537 -1.428
O -25.402 0.173 22.882
O 14.949 -7.651 -6.982
O 42.612 6.179 -1.685
O 35.969 7.078 -3.45
O -19.537 -3.421 -5.037
O 48.321 7.511 -6.713
O 45.187 -1.263 -1.536
O 38.233 5.718 -3.544
O -33.378 -3.317 25.664
O 35.264 0.697 -6.275
O 33.61 -6.228 -1.073
O -17.291 -4.027 23.662
O -21.402 3.712 25.762
O 37.96 0.115 -0.417
O -43.269 4.635 24.578
O -26.652 3.275 -4.961
O -7.575 1.781 -5.995
O -13.093 -7.41 -3.19
O 48.526 5.203 -0.348
O 45.702 2.564 25.239
O -47.829 3.665 -1.464
O 35.314 -8.139 -0.407
O 43.364 4.846 -4.149
O 47.68 7.38 -4.232
O -38.45 -2.91 25.426
O 47.828 1.043 -1.304
O -47.166 -1.559 25.84
O -21.237 -0.514 25.938
O 43.449 -3.478 -3.397
O 34.123 -3.729 -5.511
O 40.723 2.547 -0.037
O 35.946 0.53 -3.7
O -33.197 1.986 -1.33
O -38.053 1.521 -1.426
O 39.498 -6.313 -1.401
O -46.103 4.546 -5.64
O 10.716 -3.077 24.98
O -18.59 -1.069 -4.517
O -24.395 0.676 25.384
O -41.027 4.981 21.838
O 44.71 -4.192 -5.601
O -46.329 6.536 -7.324
O 41.215 -4.896 -3.546
O 38.098 5.643 25.3
O -36.399 3.591 -1.146
O 16.832 -5.815 -6.58
O 40.854 5.569 22.298
O 41.861 -3.702 -1.293
O -37.214 -6.141 -1.647
O -24.086 -5.332 -5.757
O -18.816 -3.032 -0.195
O -32.635 -1.15 23.186
O -34.146 -4.221 23.389
O -30.364 0.02 22.385
O -21.007 -1.541 -3.732
O -31.673 4.64 23.272
O -38.307 3.043 24.896
O -6.812 5.44 22.856
O -28.56 6.046 23.13
O -34.876 5.797 22.897
O -30.105 -2.057 -5.528
O -31.398 -4.54 24.349
O 45.383 2.711 -3.717
O -43.315 -7.298 -5.011
O -42.847 -1.008 23.09
O -40.728 0.331 22.144
O -38.685 2.357 22.01
O -29.732 7.264 -7.287
O -20.771 -5.648 -5.654
O 13.346 1.045 26.163
O -33.877 6.728 -1.317
O -38.877 -8.17 25.088
O 1.037 -7.035 -1.451
O -42.717 -7.149 22.971
O 22.752 -1.434 -6.685
O -28.509 7.105 -3.364
O -37.462 -2.122 23.16
O 20.019 -3.732 -1.248
O -26.495 4.321 23.259
O -36.517 3.14 23.002
O -34.663 6.47 25.446
O -36.092 1.712 25.294
O -37.704 -7.536 22.831
O -35.783 -5.771 22.261
O -38.978 3.387 -5.572
O 11.287 -7.124 22.507
O -14.428 -3.423 -5.375
O -42.097 -7.282 -1.178
O -28.946 2.573 26.149
O -43.905 5.839 -0.382
O -34.384 -0.375 25.111
O -35.998 4.394 25.044
O -6.147 -4.363 -5.839
O -13.687 -2.204 -3.32
O -36 -3.432 -3.345
O -28.987 3.591 -6.02
O 34.637 -6.784 23.083
O -28.307 -7.797 -5.485
O -24.257 -1.656 24.322
O -35.923 -3.281 25.052
O -27.28 -1.505 23.286
O -29.996 2.868 -0.3
O 38.648 -2.928 -6.017
O -41.597 6.081 25.958
O 45.557 -5.082 -3.253
O 9.827 -2.129 -3.15
O -44.491 -0.384 -5.73
O -2.93 -1.389 22.915
O -27.522 -1.961 -5.022
O -40.642 -2.691 -0.217
O 17.724 1.636 24.326
O -36.912 -0.809 25.431
O 9.532 -6.047 24.203
O 28.133 2.271 -5.255
O -31.44 -3.363 -1.991
O -44.431 -2.977 -6.18
O 18.646 -1.173 -1.322
O -41.639 1.838 -2.376
O 23.206 -2.031 25.833
O -17.805 0.706 23.48
O -39.025 -4.759 -3.636
O 47.604 -0.917 -2.864
O 21.851 -6.356 25.822
O -41.424 -0.454 -3.599
O -33.146 7.761 22.281
O 2.152 0.175 -3.307
O 38.458 -3.27 -2.96
O 26.724 -4.386 -0.982
O -11.061 7.919 21.956
O -43.689 -5.257 -0.396
O -41.099 -3.093 -3.317
O -43.109 -8.142 25.351
O 45.871 4.384 23.001
O -31.216 2.568 24.772
O -43.539 1.178 -3.938
O 47.285 2.569 -6.347
O -28.581 -1.72 25.678
O -24.034 -3.668 25.927
O -33.242 4.231 25.501
O -33.581 -4.621 -1.279
O 1.182 3.815 25.839
O -47.303 -6.862 25.762
O -21.621 -4.623 25.556
O -17.074 0.497 -3.069
O 11.778 7.445 -5.955
O -46.144 2.698 0.09
O -35.477 -7.863 -0.44
O -25.462 5.092 -1.076
O -26.296 6.71 24.471
O -32.392 -0.119 -0.225
O 0.129 -1.265 -3.834
O 46.156 -4.221 25.034
O -48.028 -6.921 -1.25
O 47.929 1.364 -4.08
O -23.118 -1.128 -2.296
O -20.255 2.987 -0.854
O -16.318 0.634 25.755
O -29.076 -0.198 -3.793
O 13.724 6.157 -4.59
O 7.788 5.069 25.49
O 46.177 2.501 0.038
O 37.064 1.571 23.226
O -31.851 4.689 -1.008
O -19.848 -2.71 25.49
O -32.711 5.903 -3.344
O -30.166 5.167 -2.863
O 8.355 -3.801 23.862
O -2.382 -5.293 21.929
O -21.381 -5.637 -3.125
O 6.99 -6.302 23.284
O -14.458 -5.505 24.743
O -24.509 3.038 0.278
O -40.01 3.139 -0.95
O -36.162 -5.083 -7.064
O -42.23 4.333 -1.582
O -40.101 7.22 -1.373
O -17.694 7.847 -5.4
O -36.434 -7.142 -5.258
O 34.361 -6.191 -4.677
O 14.365 -5.38 -5.653
O -38.821 -4.244 -1.116
O -31.089 -2.178 25.467
O -37.061 -1.641 -1.535
O -12.467 -4.72 23.143
O -41.253 -7.996 -3.538
O -3.88 0.564 24.253
O -35.679 1.45 -2.584
O -41.354 4.168 -6.198
O 3.308 -6.668 -5.951
O 30.18 7.934 -0.384
O 31.09 7.641 25.942
O -30.143 0.329 25.43
O -35.133 -2.729 -0.316
O -13.517 -1.052 23.157
O -15.337 -3.297 25.497
O -12.888 1.444 22.96
O -30.795 4.952 25.753
O -14.944 4.775 23.4
O -14.925 -6.461 -1.38
O -13.102 5.91 22.162
O -11.979 4.312 -3.353
O -17.772 6.484 23.32
O -23.688 -6.214 25.532
O 13.288 -3.495 25.439
O -6.81 5.61 -7.068
O -27.468 8.071 22.008
O -45.793 -3.186 -0.337
O 26.327 -4.067 -5.328
O -21.846 2.629 22.128
O 45.81 -2.533 -3.826
O -20.564 -1.251 -6.265
O -22.88 7.366 23.078
O -22.837 5.87 25.957
O -21.752 -8.143 25.234
O 32.05 -0.412 -3.498
O 26.154 2.858 -6.881
O -25.724 -7.163 -1.218
O -21.778 -2.715 22.491
O -20.17 -0.97 23.499
O 35.698 7.575 -6.003
O -12.37 -1.136 -1.411
O -18.856 7.831 25.425
O -24.961 7.204 -2.759
O -19.401 5.394 25.185
O -31.463 -3.76 -7.306
O -21.135 -6.899 23.072
O -19.027 -5.472 22.439
O 27.161 2.44 -2.784
O -15.818 4.381 -0.959
O -45.827 -0.262 -3.642
O -45.069 -2.472 24.054
O -12.192 2.631 26.094
O -14.554 2.782 24.953
O -22.85 6.468 -6.272
O -48.279 -7.351 -4.89
O -13.758 -6.987 22.787
O -43.451 -3.331 22.208
O -17.161 6.868 -0.911
O -25.416 -3.079 -6.225
O 39.467 5.914 -5.827
O -20.338 5.613 -6.311
O -15.267 -2.841 22.775
O -25.056 0.39 -3.305
O -22.342 4.197 -5.239
O 41.193 -6.039 -5.944
O 43.766 0.26 24.844
O -32.3 7.093 -7.041
O 5.127 -2.664 -3.039
O -46.913 2.443 -7.291
O -29.804 -6.938 -3.342
O -29.811 8.104 -0.101
O -9.931 -4.473 26.09
O 22.46 5.74 -5.485
O -23.358 -4.562 23.503
O 11.06 -5.968 -3.621
O -21.657 5.206 -0.054
O -18.724 -0.354 25.64
O -10.019 4.117 -1.493
O -20.029 -7.716 -4.218
O 8.548 0.094 25.117
O 30.991 -4.424 25.898
O 14.532 4.77 -2.401
O -24.464 -7.905 -6.238
O -30.68 7.547 -4.914
O -30.189 -1.494 -0.897
O -25.66 -1.255 -1.396
O -16.044 8.135 22.286
O 46.156 5.359 -3.389
O -27.588 1.261 -6.318
O -8.729 6.912 23.493
O 18.084 -6.901 -4.615
O -27.202 -5.452 -0.084
O -37.95 1.123 -4.91
O -6.518 -4.743 23.225
O -19.187 -8.145 -0.035
O 29.962 -6.128 -7.168
O -13.917 -0.823 -5.619
O 25.14 -0.323 25.494
O 3.888 -4.564 -4.331
O -23.438 6.761 -0.873
O -16.745 4.145 25.287
O -32.053 -5.564 -3.3
O 8.684 -5.349 21.789
O 42.908 3.112 -6.213
O 26.283 4.011 -4.621
O -29.075 -3.887 -0.916
O -11.062 -2.272 25.417
O -45.441 0.216 25.25
O 37.754 8.008 22.228
O -21.5 3.339 -2.999
O -28.614 0.887 -1.281
O -47.975 0.687 -2.664
O -47.099 -1.342 -1.465
O 12.154 -5.514 24.326
O -28.005 4.848 25.278
O -31.039 -6.204 -1.055
O 37.789 3.001 25.265
O 8.647 2.605 -3.217
O -36.532 -7.333 25.887
O -34.702 -5.6 -4.288
O 12.494 -1.811 23.487
O 39.105 -6.795 25.783
O 5.496 3.69 25.027
O 25.4 3.271 25.018
O -40.596 3.939 -3.567
O 32.969 -5.81 24.844
O 42.518 4.977 25.619
O -4.912 -5.127 25.374
O 37.968 2.019 -3.247
O 43.405 -4.286 24.81
O -16.339 -0.104 -0.133
O -6.157 -7.156 24.368
O -7.096 2.591 -3.476
O 41.567 -3.897 22.913
O 20.334 5.2 -2.533
O 36.155 1.812 -1.391
O 0.042 -5.632 -3.395
O -2.694 -3.82 25.874
O 45.317 -7.696 -3.323
O -5.419 5.031 -3.497
O 1.643 -3.892 24.121
O -23.527 5.026 -2.937
O -24.349 -2.879 -0.003
O -22.753 -4.559 -1.125
O -23.84 2.6 -3.855
O 2.63 -6.583 -3.433
O -41.148 1.827 -4.963
O -35.444 0.385 -5.015
O 20.915 -4.781 -3.515
O -18.922 -4.802 -7.234
O -24.445 5.429 22.229
O -20.978 -6.397 -0.713
O -38.5 -5.571 25.2
O -7.582 4.585 -4.854
O -12.739 -4.063 26.078
O 48.403 -2.875 25.747
O -45.798 4.529 25.524
O -3.879 5.197 -5.638
O 1.053 -7.492 25.628
O 40.38 -7.268 -3.778
O -44.787 1.612 23.211
O 31.646 0.319 -0.973
O 22.559 -1.349 -1.081
O -14.531 4.537 -3.144
O -13.731 4.424 -5.58
O -18.966 2.839 25.492
O 8.83 -4.781 -7.19
O -34.094 1.151 23.097
O 3.429 8.023 24.6
O 0.96 -0.161 26.025
O -37.192 -0.547 -6.734
O -17.726 -7.922 -2.975
O 24.992 1.665 -3.84
O -34.604 -5.592 25.702
O 42.248 2.316 25.485
O 17.727 0.332 -5.658
O -32.132 3.386 -3.29
O 13.748 2.58 -3.571
O -38.516 -6.203 -6.495
O -31.687 -7.035 23.517
O -39.721 -6.59 -1.918
O -43.504 -2.072 -3.827
O -33.275 0.989 -3.69
O 12.157 -1.593 -4.115
O -21.185 0.776 -2.287
O -30.996 5.179 -5.926
O -22.586 -7.296 -4.722
O -4.266 -2.906 -4.686
O -20.13 3.921 23.358
O -48.657 0.766 -6.325
O -37.37 3.204 -3.502
O 13.75 -4.17 -3.328
O -2.758 5.337 -3.343
O -1.685 1.772 -1.257
O -16.912 5.693 -3.099
O -5.124 -2.569 25.697
O 33.253 -3.233 25.183
O 43.565 -7.525 25.253
O 20.144 0.195 25.583
O 23.115 6.974 24.196
O -3.958 7.618 24.693

Results
total energy: -609908.180 eV
total energy less fixed offsets of O -438.25, Si -107.07 eV per atom: 11.020 eV

Forces (eV/angstrom) on atoms 1344 to 2025 of the 3024, counted in the order above; the others are left out for length: element, x, y, z
Si -0.006 -0.026 0.01
Si -0.009 -0.02 -0.008
Si 0.013 0.018 0.006
Si -0.007 -0.009 0.005
Si 0.001 -0.001 0.017
Si 0.017 -0.003 0.004
Si -0.003 -0.003 0.012
Si 0.011 -0.014 0.006
Si 0.005 0.003 0.007
Si -0.001 -0.026 0.012
Si 0.015 0.004 0.013
Si 0.033 -0.007 0.022
Si -0.009 -0.005 0.005
Si 0.002 0.003 -0.003
Si -0.013 0.026 0.018
Si 0.003 -0.006 0.005
Si 0.013 0.009 0.012
Si 0.017 -0.005 0.001
Si 0.005 -0.001 0.003
Si 0.041 0.006 0.003
Si 0.02 0.03 0.015
Si 0.003 -0.018 -0.007
Si -0.003 0.016 0.017
Si 0.015 0.017 -0.002
Si 0 -0.007 0.009
Si -0.013 0.002 -0.001
Si 0.002 -0.007 0.009
Si 0.01 0.006 -0.003
Si -0.006 -0.01 0.012
Si -0.013 0 0.006
Si 0.006 -0.005 0.023
Si -0.023 0.005 0.018
Si -0.003 -0.005 0
Si 0.009 0.013 0
Si -0.009 -0.017 0.008
Si -0.004 0.005 0.021
Si -0.016 0.001 0.002
Si -0.002 0.002 -0.009
Si 0 -0.006 0.014
Si 0 0.027 -0.014
Si -0.022 0.014 0.012
Si -0.019 -0.003 -0.005
Si 0.013 0.019 0.007
Si 0.001 -0.006 0.017
Si 0.005 0.017 0.014
Si -0.013 0.014 0.001
Si -0.004 0.028 -0.005
Si 0.002 -0.011 0.003
Si -0.004 0.008 0
Si 0.01 -0.002 0.004
Si 0 0.007 0.01
Si -0.002 -0.008 0.013
Si -0.001 0 0.001
Si -0.008 0.015 0.022
Si -0.007 0.01 -0.005
Si 0 -0.004 0.01
Si -0.017 0.004 0.006
Si 0.012 -0.023 0.005
Si 0.003 -0.021 0.006
Si 0.01 0.006 0.009
Si 0.007 0.007 0.024
Si 0.004 -0.008 0.002
Si 0.013 -0.005 0.002
Si -0.004 -0.004 -0.003
Si -0.015 0.003 -0.006
Si 0.008 -0.002 -0.006
Si 0.007 0.002 -0.007
Si -0.001 0.012 0.01
Si -0.007 0.013 -0.005
Si -0.005 0.01 0.001
Si 0.012 -0.006 -0.003
Si 0.001 0.005 -0.01
Si 0.006 0.007 0.001
Si -0.005 0.006 -0.008
Si 0.006 0.001 0.005
Si -0.004 0.008 0.004
Si -0.006 0.011 0.004
Si -0.001 0.002 0.006
Si -0.003 0.006 -0.007
Si -0.011 0.007 -0.003
Si -0.009 -0.003 0
Si -0.011 0.005 0.003
Si 0.004 0.001 -0.008
Si 0.009 0 -0.003
Si -0.01 0.006 -0.009
Si 0.002 -0.002 -0.006
Si 0.008 -0.019 -0.001
Si 0.009 -0.012 0
Si -0.002 -0.001 0.002
Si 0.006 -0.001 -0.008
Si -0.002 -0.006 -0.012
Si 0.004 -0.003 0
Si 0.008 0.001 -0.005
Si 0.002 -0.001 -0.018
Si 0.003 0.006 0
Si -0.006 -0.007 -0.007
Si -0.006 -0.006 0
Si 0 0.003 0.003
Si 0.007 -0.007 -0.001
Si 0.007 -0.004 -0.013
Si 0.013 -0.011 -0.001
Si -0.008 -0.001 -0.002
Si 0.002 -0.009 0.005
Si -0.012 0.004 -0.001
Si -0.01 0.003 0.003
Si -0.004 -0.007 0.001
Si 0.003 0.004 -0.011
Si -0.008 -0.002 0
Si -0.01 0.007 -0.008
Si 0 0.002 -0.009
Si 0.001 -0.01 -0.006
Si -0.005 -0.003 -0.008
Si 0.003 0.003 -0.01
Si -0.004 0.004 0.002
Si -0.012 0.007 0.004
Si 0.023 -0.013 -0.001
Si 0.005 0.003 0.006
Si 0.009 -0.016 -0.008
Si -0.004 0.004 -0.007
Si -0.002 0.007 -0.01
Si -0.008 0.001 -0.004
Si 0.008 0.001 0
Si -0.008 -0.002 0.002
Si -0.016 0.008 0.001
Si -0.008 -0.005 -0.001
Si 0.009 -0.02 -0.002
Si 0.003 -0.014 -0.01
Si -0.019 0.017 0.005
Si 0 0.004 0.01
Si -0.002 0.009 0.001
Si -0.017 0.014 -0.004
Si 0 -0.009 0.01
Si -0.004 -0.003 -0.001
Si 0.011 0.002 -0.001
Si -0.011 0.009 -0.008
Si -0.002 -0.015 -0.005
Si -0.002 0.004 -0.009
Si -0.013 -0.004 -0.005
Si -0.006 0.009 -0.007
Si 0.022 -0.009 -0.015
Si -0.007 -0.004 0
Si -0.002 -0.003 0.003
Si 0.012 -0.006 0
Si -0.007 0.01 -0.016
Si 0.014 -0.003 -0.003
Si -0.003 0.001 0
Si 0.009 -0.006 0.003
Si 0.002 -0.003 -0.007
Si 0.009 -0.013 -0.005
Si -0.004 0.004 -0.008
Si 0 -0.004 -0.001
Si -0.006 0.009 -0.008
Si 0.003 -0.004 0.003
Si 0.018 0.005 -0.008
Si -0.003 0.002 -0.004
Si -0.015 0.005 0.002
Si 0.004 -0.008 -0.002
Si 0.018 0.002 0.003
Si -0.017 0.002 -0.004
Si 0.003 -0.014 0.004
Si 0.013 -0.004 -0.007
Si -0.013 0.004 0.007
Si 0.011 -0.004 -0.003
Si -0.003 -0.001 -0.005
Si -0.003 0.01 -0.013
Si 0.003 0.009 -0.001
Si -0.003 0.008 -0.005
Si 0.005 -0.004 -0.01
Si -0.002 0.001 0
Si -0.01 0.001 -0.008
Si -0.013 0.001 -0.01
Si 0.004 0.009 -0.004
Si 0.012 0.014 -0.005
Si 0 -0.003 -0.002
Si -0.014 -0.006 -0.008
Si 0.007 0.004 -0.003
Si 0.007 0 0.002
Si -0.006 -0.008 -0.003
Si -0.001 -0.008 -0.012
Si -0.008 -0.004 0.007
Si -0.005 -0.004 -0.008
Si 0.004 -0.002 -0.003
Si -0.005 -0.01 -0.009
Si -0.014 -0.015 0.001
Si -0.009 -0.012 -0.001
Si 0.02 0.013 -0.006
Si 0.004 -0.001 -0.002
Si -0.003 -0.006 0.006
Si -0.007 0 0.006
Si 0.024 0.006 0.005
Si -0.005 -0.001 0.005
Si -0.006 -0.001 -0.01
Si 0.005 0.003 0
Si 0.002 0.007 -0.002
Si 0.007 0.019 0.004
Si -0.007 -0.007 -0.004
Si -0.008 -0.011 0.004
Si 0.011 -0.003 -0.007
Si -0.003 0.009 -0.001
Si -0.008 -0.004 0.003
Si -0.005 -0.008 -0.006
Si -0.002 0.016 0.001
Si 0.002 -0.004 0.008
Si 0.002 0.001 -0.01
Si 0.011 0.016 0.006
Si -0.013 -0.001 0.002
Si -0.006 -0.009 -0.006
Si -0.001 0.009 0.004
Si -0.006 0.007 -0.003
Si 0.014 0.004 -0.004
Si 0.011 0.002 -0.011
Si 0.006 0.008 -0.001
Si 0.004 -0.005 -0.001
Si -0.007 -0.001 0
Si -0.012 0.012 -0.005
Si -0.01 -0.002 -0.005
Si 0.007 -0.006 -0.012
Si -0.001 0.003 -0.007
Si 0.003 -0.006 0.001
Si -0.009 -0.008 0.002
Si -0.01 -0.001 0.004
Si 0.014 0 0
Si 0.009 0.002 0.003
Si 0.001 0.02 -0.01
Si 0 -0.004 -0.004
Si 0.005 0.007 -0.007
Si 0.004 -0.003 -0.007
Si 0.006 -0.005 0.006
Si 0.006 -0.002 -0.007
Si -0.005 -0.003 -0.002
Si 0.002 -0.004 -0.003
Si 0.012 0.01 0
Si 0.009 0.013 0.005
Si -0.003 -0.013 -0.012
Si 0 0.006 -0.017
Si 0.022 0.019 -0.006
Si 0.002 -0.008 -0.009
Si 0.005 -0.005 -0.006
Si 0.006 -0.011 0.007
Si 0.001 -0.014 0.003
Si 0.003 -0.017 -0.01
Si -0.006 0.007 0
Si -0.009 -0.005 0.005
Si 0.008 0.015 0
Si -0.012 0.006 0.008
Si -0.003 0.011 0.003
Si 0.009 0.001 -0.002
Si 0.001 0.004 -0.005
Si 0 0.004 -0.005
Si -0.004 -0.015 -0.004
Si 0.012 0.004 -0.003
Si 0.007 -0.001 0.001
Si -0.019 0.007 -0.003
Si -0.004 0.003 -0.008
Si -0.011 0 -0.015
Si -0.013 0.003 0.002
Si 0.002 -0.001 -0.01
Si 0.006 0.009 0.002
Si 0.007 0.005 -0.007
Si 0.004 -0.006 0
Si -0.011 -0.013 -0.003
Si -0.002 -0.004 -0.005
Si 0 -0.003 -0.006
Si -0.006 -0.014 0.002
Si -0.013 0.003 -0.007
Si 0 0.016 -0.003
Si 0.005 0.002 0.002
Si 0.001 0.005 -0.018
Si 0.008 0.011 -0.005
Si 0.023 0.002 0.004
Si -0.019 -0.012 0.005
Si 0.002 -0.009 -0.008
Si 0.003 0.006 0.002
Si -0.01 -0.004 -0.002
Si 0.001 -0.015 0.004
Si -0.006 -0.001 0
Si 0.011 0.003 0.003
Si 0.007 -0.008 -0.001
Si -0.004 0.004 -0.005
Si -0.003 0.007 -0.002
Si 0.005 0.001 -0.003
Si -0.003 -0.005 -0.002
Si -0.007 -0.004 -0.008
Si 0.007 0.008 -0.005
Si -0.003 0 0.005
Si -0.005 0.013 0.003
Si 0 -0.002 0
Si -0.01 -0.004 0.002
Si 0.008 -0.008 0.001
Si 0 0.001 0.003
Si -0.002 0.008 0
Si 0.008 0.01 0.001
Si 0.001 0.008 -0.002
Si -0.001 0.002 -0.005
Si -0.003 0.003 0.002
Si 0.005 -0.001 0.006
Si 0 0.006 0.002
Si 0.001 0.008 -0.006
Si -0.006 -0.002 0.002
Si 0.002 -0.003 0.001
Si 0 -0.006 0.005
Si -0.007 0.003 0.001
Si 0.003 -0.009 0.002
Si 0.001 -0.002 -0.002
Si 0.002 0.01 -0.001
Si -0.003 -0.003 -0.003
Si -0.005 0.004 -0.009
Si -0.003 0 0.001
Si 0 -0.005 -0.002
Si 0.01 -0.013 -0.001
Si 0.004 -0.007 -0.003
Si -0.005 0.006 -0.002
Si -0.002 -0.008 -0.004
Si -0.008 0.002 0.008
Si 0.001 0.004 0.001
Si 0.002 -0.003 0.002
Si 0 -0.004 0.008
Si -0.001 0.002 -0.005
Si 0 -0.001 -0.002
Si -0.012 0.019 0.001
Si -0.003 0.004 0.002
Si 0.004 0.003 0.001
Si 0.004 -0.006 0.003
Si 0.011 0.003 0.003
Si -0.003 -0.013 -0.003
Si -0.003 -0.003 -0.002
Si 0.002 0.001 0
Si -0.01 0.005 0
Si 0.004 -0.009 -0.004
Si -0.003 -0.014 -0.004
Si -0.007 0 0.005
Si 0.015 0 -0.005
Si -0.003 0.003 -0.004
Si -0.013 0.002 -0.002
Si 0.013 0.004 -0.005
Si -0.005 0.003 0.001
Si -0.007 -0.003 -0.002
Si -0.003 0.005 0.001
Si -0.007 0 0
Si -0.006 0.006 -0.003
Si 0.011 -0.004 0.003
Si -0.002 0.001 0.001
Si 0.001 -0.007 -0.004
Si 0.004 0.004 0.002
Si -0.008 -0.002 0.004
Si -0.007 0.005 0.002
Si 0 0.008 0.002
Si -0.002 -0.004 0.005
Si -0.002 0.009 -0.003
Si 0.004 0.002 -0.004
Si 0.008 -0.006 0.006
Si 0.003 -0.005 -0.003
Si 0.009 -0.002 -0.004
Si 0.007 -0.005 -0.005
Si -0.001 -0.001 0.002
Si -0.012 -0.004 -0.002
Si 0.008 0.005 0.002
Si -0.003 -0.002 0.003
Si -0.016 0.003 -0.012
Si 0.003 0.004 -0.006
Si 0.004 0.002 -0.002
Si 0 -0.008 0.004
Si 0.004 -0.003 -0.001
Si -0.001 -0.001 0
Si 0 -0.018 -0.008
Si 0 0.001 -0.001
Si 0.009 -0.007 -0.001
Si -0.011 0.013 -0.001
Si 0.01 0.004 0.007
Si 0.007 0.004 0.001
Si -0.013 0.003 0.003
Si 0.004 0.008 0.002
Si 0.006 -0.017 0.003
Si 0.018 0.008 -0.003
Si 0.014 -0.009 0
Si -0.003 -0.002 -0.006
Si -0.008 -0.003 -0.002
Si -0.011 0.008 -0.001
Si -0.005 0.004 0.006
Si 0.006 0.001 -0.002
Si -0.002 0.009 -0.001
Si 0.002 -0.005 -0.003
Si 0 0.002 -0.002
Si 0.002 -0.017 0.004
Si 0.002 -0.001 0.002
Si -0.001 0.001 0.008
Si -0.017 -0.005 -0.012
Si -0.01 -0.009 -0.001
Si -0.004 -0.009 -0.004
Si -0.004 0.008 0.003
Si 0.001 0.002 -0.006
Si -0.008 -0.007 0
Si 0.002 0.008 0.003
Si -0.003 -0.002 0.001
Si 0.004 -0.008 0.002
Si -0.001 0.003 -0.001
Si 0.004 0.008 0.002
Si 0.008 0 -0.002
Si 0.003 0.006 -0.004
Si -0.003 -0.002 -0.002
Si -0.007 -0.006 -0.006
Si 0.005 -0.019 -0.001
Si -0.007 0.006 -0.001
Si -0.014 0.007 0.003
Si 0.003 0.005 0.002
Si 0.014 -0.001 0.004
Si -0.004 0 0.002
Si 0.004 0.014 -0.001
Si -0.002 -0.003 0.004
Si 0.001 0.001 0.003
Si 0.007 -0.005 0
Si -0.001 0.007 0.003
Si -0.004 0.004 -0.003
Si 0.002 -0.01 -0.001
Si -0.003 -0.011 0
Si -0.005 0.007 -0.002
Si 0.004 0.008 0.007
Si -0.009 0.015 0.002
Si 0.007 0.007 0.003
Si 0.005 -0.011 0.005
Si -0.006 0 -0.003
Si 0.009 -0.002 -0.001
Si -0.002 -0.004 0.007
Si 0.005 -0.007 0
Si -0.004 -0.002 0.004
Si 0.005 -0.008 0.001
Si 0.011 -0.015 -0.008
Si 0.001 -0.002 -0.003
Si 0.003 0.001 -0.009
Si 0.006 -0.012 0
Si -0.004 0.007 -0.005
Si -0.009 -0.001 -0.008
Si -0.007 0.008 -0.001
Si -0.001 0.001 -0.002
Si 0.011 -0.006 0.003
Si -0.004 -0.005 -0.007
Si -0.006 0.004 0.005
Si 0.003 0.016 0.005
Si -0.007 0.008 0.006
Si 0.003 -0.01 0.006
Si -0.006 0.003 -0.001
Si 0.001 -0.008 -0.001
Si -0.001 0.004 0.004
Si 0.003 0 0.011
Si 0.009 -0.01 -0.005
Si -0.005 -0.002 -0.003
Si 0.001 -0.005 0.003
Si 0.007 0.004 0.006
Si -0.006 0.003 0.004
Si 0.004 -0.001 -0.001
Si 0.01 -0.007 0.001
Si 0.009 -0.012 -0.004
Si -0.011 0.023 -0.011
Si 0.016 0.004 -0.006
Si 0.011 -0.003 -0.002
Si 0.002 -0.005 0.003
Si 0.002 -0.012 0
Si -0.002 0.011 -0.001
Si 0.012 0.005 -0.003
Si -0.002 -0.013 -0.003
Si -0.004 0.001 0.005
Si -0.01 0.002 0.006
Si -0.002 -0.002 0.006
Si -0.002 0.004 -0.007
Si -0.012 0.001 -0.003
Si -0.01 0.006 -0.005
Si 0.008 -0.004 -0.002
Si 0.008 -0.003 -0.005
Si -0.006 -0.004 0.001
Si 0.007 0.009 -0.003
Si 0.002 0.003 -0.004
Si -0.01 0.01 -0.005
Si 0.001 0.013 -0.001
Si 0.005 0.002 0
Si 0.001 0.005 0.001
Si 0.008 -0.003 -0.007
Si -0.011 -0.003 0.001
Si 0.005 0.005 -0.001
Si 0.003 0.009 0.002
Si -0.007 -0.005 0.004
Si 0.001 0.001 0.004
Si 0 -0.009 0.002
Si 0 0.004 0.001
Si 0.006 0 -0.001
Si 0.01 0.006 -0.015
Si -0.002 -0.001 -0.007
Si -0.004 0.002 0
Si -0.006 0.003 0.005
Si -0.003 -0.004 0.007
Si -0.007 0.009 -0.001
Si 0.007 -0.007 0.002
Si 0.001 0 0.001
Si 0.003 -0.015 0.007
Si -0.004 0.004 0.003
Si -0.007 -0.002 -0.005
Si 0.004 0.012 0.005
Si -0.002 0.005 0.001
Si -0.001 -0.015 -0.004
Si -0.016 -0.007 -0.004
Si -0.004 0.001 0.002
Si 0.015 0 -0.002
Si -0.002 0.008 0.006
Si 0.001 0.01 0.003
Si -0.001 -0.013 0.004
Si 0.006 -0.004 0
Si 0 0.003 0.003
Si -0.008 0.005 0.004
Si 0.003 0.003 -0.007
Si -0.008 -0.003 -0.001
Si 0.002 0.003 -0.008
Si -0.003 -0.01 0.005
Si 0.004 -0.005 0
Si -0.007 0.003 -0.001
Si 0.001 0.005 0.006
Si -0.003 0.008 0.003
Si -0.003 0.011 -0.002
Si 0.003 0.001 0.003
Si -0.004 0.005 0.001
Si 0.001 -0.002 -0.004
Si 0.007 -0.007 0.001
Si -0.008 0.004 0.001
Si 0.004 0.003 -0.004
Si 0.003 0.003 0
Si -0.01 -0.01 -0.003
Si -0.009 -0.007 -0.002
Si 0.006 -0.007 0.002
Si 0.004 -0.015 0.001
Si 0.008 0.006 -0.002
Si 0.005 -0.011 0
Si -0.006 -0.01 -0.001
Si 0.009 0.007 0.008
Si -0.002 0.011 -0.005
Si 0.013 0 0.004
Si 0.007 0.014 0.001
Si -0.014 -0.003 0.005
Si 0.012 0.013 -0.007
Si 0 0.004 -0.007
Si 0.001 0.011 -0.005
Si -0.023 -0.019 -0.002
Si -0.014 -0.011 0.001
Si 0.01 -0.012 0.001
Si -0.008 0.004 0.002
Si -0.003 0.013 -0.001
Si -0.005 -0.008 -0.002
Si -0.002 0.008 -0.002
Si 0.003 -0.019 0.003
Si 0.01 -0.002 -0.002
Si 0.003 0.012 0.004
Si -0.017 -0.011 0.001
Si 0.009 0.006 0.008
Si -0.002 -0.002 -0.003
Si 0.01 0.003 0.001
Si -0.006 -0.01 -0.002
Si -0.005 -0.004 0.007
Si 0.002 0.012 0.002
Si 0.005 0.007 0.002
Si 0.003 0.007 0.001
Si -0.004 0.003 0.005
Si 0 0.007 0.001
Si 0.012 0 0.002
Si -0.006 -0.015 0.001
Si -0.011 0.002 -0.002
Si -0.024 -0.016 0.005
Si -0.005 0 -0.001
Si 0.004 0.005 0.006
Si 0.002 0.001 -0.003
Si -0.008 0.001 -0.002
Si -0.012 -0.01 0.004
Si 0.01 0.015 -0.006
Si 0.004 -0.003 0.002
Si 0.01 -0.002 -0.002
Si -0.008 -0.006 0.008
Si 0.013 -0.004 0.001
Si -0.002 -0.002 0.001
Si -0.006 -0.005 0.003
Si -0.005 -0.005 -0.009
Si -0.001 0.001 0.005
Si 0.007 -0.003 0.002
Si -0.002 0.012 -0.005
Si -0.001 -0.011 0.004
Si 0.009 -0.007 -0.002
Si 0.004 -0.006 -0.002
Si 0.009 -0.004 -0.003
Si -0.002 0.012 -0.008
Si 0.004 -0.005 0.004
Si -0.005 0.006 -0.004
Si 0.003 0.001 -0.001
Si 0.022 0.012 -0.008
Si 0.001 0.005 -0.001
Si 0.01 0.017 -0.002
Si 0.015 -0.001 -0.006
Si 0.004 0.006 -0.002
Si -0.013 -0.02 -0.006
Si 0.002 -0.011 0.002
Si -0.005 -0.013 -0.004
Si 0.007 -0.001 0.001
Si 0 0.007 0.002
Si 0.001 0.01 -0.005
Si 0.002 -0.001 0.003
Si -0.012 -0.008 0.004
Si 0.005 0.009 0.003
Si 0.002 0.002 0.004
Si -0.006 0 -0.003
Si -0.012 0 0.007
Si -0.016 -0.008 -0.009
Si -0.004 0 0.001
Si -0.001 0.003 -0.006
Si -0.01 0.001 0.001
Si 0 0 0.005
Si -0.009 -0.002 0.002
Si 0.002 0.002 0.007
Si -0.011 0.008 0.002
Si 0.009 -0.015 -0.001
Si -0.009 0.019 0.002
Si -0.005 -0.001 0.001
Si 0.018 -0.011 0.003
Si -0.011 0.003 0.001
Si 0.004 -0.006 -0.003
Si -0.009 0.009 0.006
Si 0.009 -0.001 0.002
Si 0.008 0 0.006
Si -0.007 0.018 -0.001
Si -0.009 0.004 0.002
Si -0.002 -0.008 0
Si 0.002 -0.008 0.006
Si 0.006 -0.003 0.004
Si -0.004 0.001 -0.003
Si -0.005 0.004 0.008
Si -0.002 0.006 -0.005
Si 0.005 -0.011 -0.001
Si 0 0.005 0.003
Si -0.002 0.004 -0.002
Si 0.009 -0.004 0.011
Si 0.001 0 0.008
Si 0.006 0.002 0.004
Si -0.003 -0.022 -0.002
Si -0.008 0.017 0.006
Si 0.006 -0.008 0.003
Si -0.009 0.009 0.014
Si 0.005 0 0.007
Si 0.003 0.002 0.003
Si -0.008 -0.009 0.004
Si 0.005 0 0.004
Si 0.001 -0.003 0.007
Si 0.007 -0.014 -0.004
Si 0.011 -0.014 -0.005
Si 0.008 0.008 0.006
Si 0.01 0 -0.002
Si -0.022 0.011 0
Si -0.003 0.008 0.001
Si 0.006 -0.02 0.002
Si 0.016 0.005 0.004
Si -0.005 0 0.007
Si -0.012 0.013 0.006
Si 0.005 0 0.003
Si 0 0.014 -0.004
Si -0.003 0.009 0.009
Si 0.01 -0.003 0.01
Si 0.01 -0.005 0.003
Si 0 -0.008 0.009
Si -0.002 0.001 -0.003
Si 0.004 0.007 0.013
Si -0.006 0.001 -0.004
Si -0.001 -0.002 -0.001
Si 0.009 -0.005 0.006
Si -0.004 0.003 0.002
Si 0.013 -0.022 0.006
Si 0.003 -0.001 0
Si -0.004 0.009 -0.004
Si 0.011 -0.004 0
Si 0.009 0.006 0.004
Si 0.015 -0.015 0.001
Si -0.005 0.003 0.002
Si 0.008 -0.002 -0.002
Si 0.009 -0.01 -0.002
Si -0.015 0.023 0.004
Si 0.003 0 0.002
Si -0.018 0.005 0.008
Si -0.002 -0.023 0.002
Si 0.003 0.012 -0.006
Si -0.01 0.003 -0.009
Si -0.017 -0.001 0.001
